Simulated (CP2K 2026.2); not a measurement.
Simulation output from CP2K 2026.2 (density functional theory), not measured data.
Periodic cell of 1182 atoms, Si850O332, from a study of silicon, its oxide and their interface. The atomic structure is a simulated model.
Doubt: the forces sum to 3.12 eV/angstrom along one axis rather than to zero, so they err by at least 0.0026 eV/angstrom per atom on average; the grid cutoff is modest.

Settings: functional PBE; method Gaussian and plane waves; basis set DZVP-MOLOPT-SR-GTH; pseudopotentials GTH-PBE; grid cutoff 350 Ry, relative cutoff 50 Ry; k points Gamma only; occupations fixed; spin none; net charge 0.

Cell vectors (angstrom)
a 16.4025 0 0
b 0 32.805 0
c 0 0 40.3986

Atoms: element, x, y, z (angstrom)
Si 15.8851 0.2145 0.3236
Si 2.3933 2.7413 0.1534
Si 0.2066 4.9287 0.2218
Si 3.5115 7.3182 0.0382
Si 0.3941 10.6568 0.107
Si 3.1542 13.2211 40.2536
Si 16.2419 16.4013 0.0308
Si 2.3746 19.248 40.2356
Si 0.2822 21.621 0.0089
Si 2.9652 24.5537 0.0583
Si 16.0138 27.9213 0.0704
Si 3.0265 30.2316 0.2132
Si 5.8883 32.5108 0.2132
Si 7.9239 3.1559 0.1241
Si 5.6745 5.2238 0.4746
Si 8.6683 7.8898 0.1305
Si 5.3276 10.8565 40.1701
Si 7.955 13.8587 40.2155
Si 5.8199 16.3038 40.2555
Si 8.2645 19.3377 0.0813
Si 5.8458 21.4045 0.2968
Si 7.8973 24.7233 0.1715
Si 5.6842 26.9437 0.4575
Si 7.839 30.0809 0.4198
Si 11.5143 32.1237 0.082
Si 13.7361 2.4053 0.3933
Si 10.9655 5.8479 0.0636
Si 13.5477 8.3889 0.0867
Si 11.3911 10.6815 40.2714
Si 13.1477 13.9624 40.1504
Si 11.0467 16.3872 40.2014
Si 14.0446 18.6574 0.0289
Si 11.0934 21.7939 40.3484
Si 13.2001 25.064 40.2132
Si 11.0281 27.318 0.2564
Si 13.705 30.0065 0.5558
Si 1.24 1.2979 1.5828
Si 4.1154 3.8364 1.5258
Si 1.5435 6.5469 1.3641
Si 4.2395 9.318 1.2587
Si 1.536 12.2565 1.3326
Si 4.1829 15.0122 1.1151
Si 1.3804 17.6639 1.3233
Si 4.0715 20.2873 1.3406
Si 1.5066 23.1256 1.3573
Si 4.1686 25.7304 1.698
Si 1.4401 28.7875 1.4064
Si 4.1793 31.6081 1.6624
Si 6.9753 1.3886 1.4684
Si 9.6932 4.1672 1.3735
Si 7.046 6.7737 1.549
Si 9.7766 9.5693 1.3355
Si 6.9015 12.1592 1.122
Si 9.596 15.0025 1.1561
Si 6.9858 17.7322 1.329
Si 9.8217 20.4271 1.4374
Si 6.8762 23.1115 1.5668
Si 9.5299 25.9136 1.4752
Si 6.6467 28.6549 1.8006
Si 9.6732 31.2541 1.4309
Si 12.2812 1.08 1.5906
Si 15.0195 3.9409 1.6377
Si 12.3866 6.9421 1.5619
Si 15.1762 9.5275 1.385
Si 12.3618 12.3012 1.3081
Si 14.9702 14.8389 1.2129
Si 12.3416 17.6757 1.3432
Si 15.0594 20.4603 1.2861
Si 12.2684 23.3518 1.2854
Si 15.007 26.0258 1.2021
Si 12.2328 28.6646 1.7511
Si 14.9968 31.4504 1.8303
Si 16.3758 2.6411 3.0306
Si 2.7108 0.0592 2.9552
Si 0.1256 8.0657 2.6949
Si 2.8262 5.2864 2.8878
Si 0.0513 13.5999 2.6259
Si 2.8464 10.7783 2.6564
Si 0.0151 19.0621 2.7088
Si 2.8007 16.3006 2.6077
Si 0.0177 24.5758 2.614
Si 2.8046 21.7443 2.7671
Si 0.1244 30.0855 2.9465
Si 2.717 27.2776 2.8106
Si 5.5259 2.5812 2.8997
Si 8.3526 32.7821 2.8024
Si 5.6339 8.1687 2.7835
Si 8.3823 5.4396 2.8986
Si 5.5392 13.5924 2.5656
Si 8.2978 10.9051 2.6096
Si 5.506 18.9905 2.7105
Si 8.3105 16.3309 2.6593
Si 5.5204 24.4043 3.0025
Si 8.3642 21.783 2.8038
Si 5.3701 30.1113 3.0454
Si 8.188 27.267 2.9334
Si 10.9355 2.647 2.7719
Si 13.6006 32.739 3.1246
Si 11.0289 8.2884 2.8777
Si 13.7033 5.4523 2.8453
Si 10.9303 13.6225 2.6322
Si 13.8046 10.971 2.7133
Si 11.0817 19.0465 2.7863
Si 13.688 16.2485 2.6783
Si 10.9395 24.5645 2.8202
Si 13.6828 21.8912 2.6298
Si 10.8658 30.0179 3.0263
Si 13.7167 27.2502 2.865
Si 1.3981 4.036 4.3065
Si 4.1277 1.3385 4.3197
Si 1.4569 9.4662 4.0762
Si 4.2146 6.7775 4.1382
Si 1.4067 14.9818 3.9971
Si 4.1867 12.2285 4.0142
Si 1.3864 20.4176 4.1136
Si 4.1291 17.6423 4.0685
Si 1.3196 25.903 4.1288
Si 4.0961 23.0647 4.2559
Si 1.4281 31.4467 4.3416
Si 4.0327 28.6318 4.2805
Si 6.9017 4.0547 4.1854
Si 9.6083 1.3522 4.2475
Si 6.9619 9.5934 4.0986
Si 9.6817 6.8753 4.2399
Si 6.8941 14.9673 4.0188
Si 9.5908 12.2793 4.0491
Si 6.8829 20.4064 4.0935
Si 9.6412 17.6926 4.0921
Si 6.8507 25.8675 4.2907
Si 9.6271 23.1799 4.2208
Si 6.9083 31.4447 4.2403
Si 9.5306 28.6148 4.3322
Si 12.3083 4.0536 4.165
Si 15.0058 1.3181 4.4039
Si 12.4351 9.6468 4.1608
Si 15.1267 6.8027 4.1546
Si 12.3018 14.9457 4.0789
Si 15.1551 12.2887 4.0984
Si 12.4002 20.4882 4.0922
Si 15.0494 17.6663 4.0655
Si 12.3206 25.8958 4.2247
Si 15.0708 23.2078 4.041
Si 12.248 31.3393 4.3964
Si 15.09 28.6548 4.2265
Si 16.3719 0.0168 16.452
Si 2.7167 2.7821 16.4439
Si 16.3916 5.5492 16.4436
Si 2.7382 8.2887 16.4742
Si 0.0101 10.9866 16.492
Si 2.7385 13.692 16.5043
Si 0.0159 16.3966 16.5113
Si 2.7461 19.1093 16.5094
Si 16.3993 21.8159 16.4898
Si 2.7148 24.5618 16.4781
Si 16.3784 27.3036 16.4466
Si 2.7012 30.0626 16.4297
Si 5.4409 0.0223 16.4381
Si 8.1765 2.784 16.4393
Si 5.4522 5.531 16.4633
Si 8.1928 8.2603 16.4811
Si 5.474 10.9995 16.4993
Si 8.2045 13.7015 16.5179
Si 5.4641 16.3913 16.5001
Si 8.1938 19.1056 16.4888
Si 5.4683 21.835 16.5003
Si 8.1762 24.5617 16.4907
Si 5.4291 27.3077 16.4569
Si 8.1457 30.0664 16.4446
Si 10.8887 0.0222 16.4344
Si 13.6285 2.784 16.4261
Si 10.9144 5.5329 16.4551
Si 13.6717 8.2788 16.469
Si 10.9405 10.9896 16.4968
Si 13.6835 13.6959 16.5013
Si 10.9344 16.398 16.5221
Si 13.6692 19.1028 16.5159
Si 10.928 21.8249 16.4756
Si 13.6537 24.5565 16.4508
Si 10.8923 27.3042 16.4711
Si 13.6264 30.058 16.4625
Si 1.3416 1.4102 17.7917
Si 4.0663 4.1683 17.8113
Si 1.3432 6.9349 17.8147
Si 4.0898 9.6565 17.8651
Si 1.3721 12.3388 17.8818
Si 4.0925 15.0524 17.8901
Si 1.3851 17.751 17.8936
Si 4.108 20.4803 17.8837
Si 1.3489 23.1985 17.8512
Si 4.0619 25.955 17.8378
Si 1.3296 28.6984 17.7897
Si 4.056 31.4524 17.7767
Si 6.7932 1.4216 17.7888
Si 9.5233 4.1699 17.805
Si 6.8065 6.9033 17.8396
Si 9.5505 9.6341 17.852
Si 6.8204 12.3628 17.8963
Si 9.5571 15.0594 17.9154
Si 6.8264 17.7531 17.8683
Si 9.5522 20.4781 17.8504
Si 6.8142 23.2109 17.8844
Si 9.522 25.9506 17.8557
Si 6.7614 28.7128 17.811
Si 9.4968 31.4671 17.7838
Si 12.2347 1.4288 17.7751
Si 14.9843 4.1834 17.7611
Si 12.2758 6.921 17.807
Si 15.031 9.6395 17.8595
Si 12.3061 12.3538 17.876
Si 15.0517 15.0419 17.8898
Si 12.2948 17.7587 17.9061
Si 15.0444 20.4627 17.885
Si 12.2966 23.199 17.8264
Si 15.011 25.9331 17.8044
Si 12.2425 28.6953 17.828
Si 14.9859 31.454 17.8083
Si 16.3514 2.8163 19.0903
Si 2.7156 0.03 19.1411
Si 16.3955 8.2793 19.2296
Si 2.7074 5.5697 19.1574
Si 0.0247 13.6949 19.2733
Si 2.7359 11.0047 19.2779
Si 0.02 19.1068 19.2694
Si 2.7462 16.4037 19.2924
Si 16.3649 24.5752 19.19
Si 2.7307 21.8606 19.2348
Si 16.3692 30.0709 19.1491
Si 2.677 27.343 19.175
Si 5.4337 2.7915 19.1607
Si 8.1402 0.0459 19.148
Si 5.4575 8.2889 19.2129
Si 8.1587 5.5191 19.1967
Si 5.4413 13.7123 19.2896
Si 8.196 10.9924 19.2446
Si 5.4754 19.1061 19.2525
Si 8.164 16.4196 19.2864
Si 5.4213 24.6014 19.2246
Si 8.1968 21.8308 19.2373
Si 5.3741 30.0817 19.1678
Si 8.1161 27.3508 19.1798
Si 10.8773 2.7968 19.1584
Si 13.587 0.0517 19.1185
Si 10.9235 8.2721 19.2022
Si 13.6351 5.5484 19.1472
Si 10.9456 13.6994 19.2742
Si 13.6835 11.0097 19.2469
Si 10.8943 19.1325 19.2514
Si 13.6829 16.3956 19.2693
Si 10.9176 24.5582 19.1812
Si 13.6658 21.8564 19.2153
Si 10.8327 30.0887 19.149
Si 13.6318 27.2987 19.1503
Si 1.2618 4.2313 20.4465
Si 4.0758 1.4057 20.5066
Si 1.3598 9.634 20.6329
Si 4.0684 6.928 20.5483
Si 1.3914 15.0339 20.6762
Si 4.0681 12.3816 20.6926
Si 1.4052 20.4797 20.6222
Si 4.1222 17.7701 20.6616
Si 1.3116 25.9709 20.5279
Si 4.0511 23.2592 20.6168
Si 1.3345 31.4681 20.4908
Si 3.9856 28.7413 20.5616
Si 6.7733 4.1548 20.5644
Si 9.485 1.4353 20.5203
Si 6.8094 9.6484 20.607
Si 9.5294 6.905 20.5395
Si 6.7726 15.0878 20.6815
Si 9.573 12.3293 20.6322
Si 6.8477 20.456 20.6212
Si 9.506 17.8073 20.6584
Si 6.7374 26.0295 20.5806
Si 9.5785 23.2065 20.5834
Si 6.7303 31.4959 20.4795
Si 9.4477 28.751 20.5328
Si 12.2411 4.2003 20.492
Si 14.9686 1.4548 20.4205
Si 12.2878 9.6447 20.5748
Si 14.9936 6.8929 20.5448
Si 12.3128 15.0579 20.6624
Si 15.0549 12.3545 20.6529
Si 12.2728 20.5193 20.5754
Si 15.0745 17.7269 20.6502
Si 12.2842 25.925 20.5315
Si 15.0199 23.2235 20.599
Si 12.1696 31.5166 20.466
Si 14.9909 28.6836 20.4882
Si 16.3442 0.0871 21.7327
Si 2.647 2.8476 21.6936
Si 16.335 5.5384 21.9368
Si 2.6885 8.2141 21.9872
Si 0.0246 11.0046 22.0412
Si 2.7426 13.7585 22.1523
Si 0.0485 16.3752 22.0754
Si 2.787 19.1463 22.0369
Si 0.0461 21.8726 21.9446
Si 2.6658 24.6783 21.9642
Si 16.3142 27.2952 21.8913
Si 2.6173 30.1189 21.9565
Si 5.4391 0.0538 21.9186
Si 8.0866 2.7346 21.9477
Si 5.4517 5.6008 21.9042
Si 8.2291 8.3044 21.9385
Si 5.4217 10.9679 22.0214
Si 8.1618 13.6852 21.9663
Si 5.4271 16.4452 22.1388
Si 8.1511 19.1309 22.1241
Si 5.4527 21.8434 21.9042
Si 8.1931 24.6557 21.8301
Si 5.2969 27.378 21.972
Si 8.0113 30.1259 21.8757
Si 10.8408 0.0794 21.8874
Si 13.6683 2.8682 21.7883
Si 10.8434 5.5053 21.8987
Si 13.6385 8.2581 21.9107
Si 10.9596 10.9767 22.0108
Si 13.7218 13.7268 22.0563
Si 10.8971 16.4409 21.9795
Si 13.64 19.1278 21.8864
Si 10.9373 21.8613 22.0151
Si 13.6188 24.5698 21.9817
Si 10.883 27.3502 21.7832
Si 13.5723 30.1159 21.7043
Si 1.239 1.5582 23.0337
Si 3.9087 4.2503 23.0614
Si 1.2869 6.8632 23.3706
Si 4.05 9.5517 23.3891
Si 1.3646 12.3705 23.5111
Si 4.0392 15.1857 23.6155
Si 1.49 17.7296 23.4307
Si 4.1921 20.5108 23.4144
Si 1.3817 23.2675 23.3488
Si 3.8762 26.1127 23.4217
Si 1.1457 28.736 23.2884
Si 4.0252 31.5435 23.2914
Si 6.7646 1.3646 23.4108
Si 9.4497 4.1299 23.2698
Si 6.8839 6.9389 23.3005
Si 9.5983 9.6083 23.3827
Si 6.8147 12.3417 23.3919
Si 9.4912 15.0817 23.3288
Si 6.7643 17.7694 23.5944
Si 9.5733 20.5237 23.4413
Si 6.7986 23.3075 23.145
Si 9.5533 26.0206 23.2264
Si 6.5674 28.8515 23.2926
Si 9.3204 31.5585 23.2019
Si 12.2996 1.5331 23.1132
Si 14.9454 4.1731 23.2932
Si 12.1734 6.9383 23.2291
Si 15.0748 9.5283 23.3216
Si 12.3746 12.3078 23.3673
Si 15.0436 15.0857 23.5223
Si 12.2394 17.863 23.3041
Si 15.0744 20.4284 23.1978
Si 12.3283 23.1809 23.4312
Si 15.0229 25.9125 23.3319
Si 12.2427 28.76 23.1019
Si 14.9385 31.5095 23.0018
Si 16.3875 2.8062 24.6004
Si 2.5479 0.218 24.3626
Si 16.3533 8.1641 24.8391
Si 2.6257 5.4546 24.6539
Si 0.0431 13.7303 25.0328
Si 2.6494 10.8358 24.821
Si 0.0625 19.1521 24.5621
Si 2.7983 16.671 25.1746
Si 16.279 24.4156 24.7749
Si 2.8645 21.9792 24.7004
Si 16.1042 30.171 24.4992
Si 2.3577 27.5109 24.8982
Si 5.1984 2.8858 24.3592
Si 8.116 32.7246 24.9623
Si 5.5496 8.2642 24.7147
Si 8.1776 5.5534 24.7091
Si 5.3714 13.6594 24.806
Si 8.2874 11.0033 24.7414
Si 5.496 19.2467 25.0451
Si 8.0791 16.261 24.8974
Si 5.4006 24.6404 24.4616
Si 8.2154 22.1074 24.5738
Si 5.1776 30.1533 24.8674
Si 8.044 27.4656 24.4226
Si 10.9004 2.7614 24.5304
Si 13.7089 0.1326 24.3323
Si 10.8718 8.1979 24.7987
Si 13.5164 5.6087 24.5546
Si 11.0333 13.8127 24.5569
Si 13.7319 10.8437 24.6827
Si 10.8546 19.0325 24.8454
Si 13.6626 16.6952 24.7142
Si 10.9745 24.7184 24.7111
Si 13.7355 21.5941 24.6704
Si 10.7443 30.1407 24.3076
Si 13.7011 27.5049 24.4911
Si 1.3994 3.982 26.156
Si 3.5759 1.8488 25.7351
Si 1.108 9.6563 26.3415
Si 4.2716 6.6315 25.833
Si 1.0025 15.6394 26.3854
Si 4.2373 12.0273 26.0551
Si 1.4231 20.5418 25.8131
Si 3.7102 18.5593 26.6961
Si 0.9547 25.9715 26.1465
Si 4.6664 23.0137 25.9955
Si 1.0792 31.6955 25.5615
Si 3.1811 29.4418 26.176
Si 6.3357 4.4434 25.6527
Si 10.1223 0.9705 25.8815
Si 6.7248 9.8921 26.1104
Si 9.6626 6.6795 26.282
Si 6.8906 14.5741 26.3689
Si 9.4824 12.7267 25.8775
Si 6.9477 20.8782 26.0655
Si 9.762 17.2832 26.1592
Si 6.7841 25.9892 25.7207
Si 9.1029 23.9043 25.9105
Si 6.771 31.1013 26.379
Si 9.7366 28.4774 25.69
Si 11.9018 4.502 25.8553
Si 15.3622 1.0588 25.8038
Si 12.5604 9.3111 26.0657
Si 14.6603 7.0106 26.0853
Si 12.1945 15.3636 25.9317
Si 15.2685 11.872 26.1525
Si 12.2938 20.3567 26.1698
Si 15.1904 17.9683 26.1677
Si 12.194 26.4722 25.9539
Si 15.3628 22.4646 26.1237
Si 12.2019 31.5475 25.3655
Si 14.32 29.3467 25.9121
Si 1.0675 28.9787 31.0828
Si 15.7806 5.0722 28.438
Si 6.3878 5.9524 32.0711
Si 14.0218 13.7468 28.0748
Si 0.5607 14.5896 29.0873
Si 10.8421 22.4889 27.765
Si 4.2755 18.8061 32.3854
Si 4.7327 24.2152 28.9027
Si 15.5905 25.95 28.578
Si 3.6871 28.8014 29.3279
Si 5.3341 0.4432 28.0401
Si 10.5498 31.2172 32.2585
Si 3.1141 8.2723 28.2823
Si 8.8309 6.3257 33.8075
Si 6.9279 9.5441 31.0632
Si 8.0854 12.4325 30.7662
Si 3.0996 12.856 28.9899
Si 8.7294 20.7489 28.7829
Si 8.2793 17.8455 29.0052
Si 13.644 23.3965 28.5608
Si 5.9499 26.8474 28.5171
Si 6.6226 3.0289 28.3791
Si 8.323 28.8326 28.2036
Si 13.7756 2.8214 27.9156
Si 8.5224 8.6633 28.5382
Si 10.1982 12.7635 28.8471
Si 5.9477 9.4948 33.9858
Si 10.4473 13.8225 32.4223
Si 13.2082 14.0402 30.9614
Si 12.9672 18.2026 33.4999
Si 12.7871 27.2737 33.1568
Si 9.4146 0.2984 30.5243
Si 16.0487 5.9144 35.7814
Si 3.0495 4.6387 32.7552
Si 0.4479 7.8929 33.5805
Si 2.9783 9.67 33.0838
Si 1.0905 12.0528 33.1488
Si 5.8326 13.4517 29.2117
Si 1.1702 22.2538 30.0461
Si 1.8562 24.6441 28.6904
Si 0.7279 30.6143 33.375
Si 2.8087 0.0643 33.2672
Si 5.0661 30.9037 34.1099
Si 6.5805 7.0647 35.915
Si 13.2634 8.8143 31.1498
Si 4.703 10.6376 29.3083
Si 10.0144 15.6997 30.2644
Si 4.603 21.5913 35.6314
Si 13.8472 19.2185 28.7102
Si 10.7713 25.5429 34.9382
Si 14.9738 24.6053 35.5245
Si 11.8055 31.3938 35.212
Si 11.4232 0.5844 37.6203
Si 12.7002 2.4817 32.7194
Si 9.0443 3.1864 30.1074
Si 13.8712 5.2473 33.6466
Si 11.528 6.9408 32.9346
Si 14.4893 21.6671 30.7291
Si 15.1293 16.2978 33.7877
Si 15.7181 26.8408 32.5112
Si 12.5976 29.4336 30.8548
Si 13.5276 27.8747 28.4306
Si 15.1743 1.0459 31.9906
Si 2.5026 1.2895 37.7136
Si 1.0509 2.4921 33.4141
Si 15.4692 6.5654 31.2198
Si 0.3428 3.0616 36.3425
Si 7.0732 9.1744 38.102
Si 1.6555 8.6007 38.9032
Si 4.8118 18.4404 35.4344
Si 15.8661 18.8121 33.0943
Si 2.599 22.8912 32.4862
Si 4.1717 22.5567 38.3308
Si 11.9092 24.5348 37.5271
Si 2.7156 27.6246 36.7393
Si 4.7624 0.5182 30.892
Si 7.2798 32.3659 35.5129
Si 5.2749 4.797 34.7577
Si 3.703 7.2919 31.216
Si 7.6893 11.2667 35.8576
Si 10.0099 13.1631 35.5231
Si 5.3314 18.6988 29.5127
Si 12.612 17.0951 30.6648
Si 2.5203 17.6634 37.4641
Si 5.4529 28.312 35.9825
Si 5.462 30.5057 31.2052
Si 11.0622 1.8001 28.6671
Si 13.6636 0.4812 34.438
Si 11.399 10.1166 28.9029
Si 5.2294 3.4723 30.8326
Si 16.023 14.1932 31.8162
Si 7.695 13.9043 37.1148
Si 11.15 19.6603 35.7592
Si 1.7349 20.159 31.8004
Si 14.7536 27.6002 35.1719
Si 14.7997 22.4023 33.7193
Si 8.3769 30.3442 30.7095
Si 15.3981 30.9483 31.154
Si 7.0809 2.5325 35.9949
Si 14.8859 10.1637 33.3185
Si 5.4278 0.6722 37.6049
Si 1.569 14.9431 38.1391
Si 0.3725 10.5645 37.4866
Si 13.0687 20.4209 38.1824
Si 16.3205 18.0535 35.7783
Si 5.2763 21.8546 32.7702
Si 1.9001 21.7831 36.7821
Si 13.8557 2.2971 37.0184
Si 4.5837 28.6141 38.7032
Si 12.1108 4.0982 38.5263
Si 10.3237 4.4071 32.3522
Si 6.6199 16.7198 37.3415
Si 6.2998 21.7413 30.1564
Si 9.4891 17.9976 37.9167
Si 9.3787 23.4563 38.4124
Si 10.539 22.7018 35.8427
Si 8.386 27.4569 35.8316
Si 9.1112 28.534 38.5298
Si 9.3853 2.8929 37.7863
Si 1.0084 31.5513 38.4819
Si 12.1285 12.2792 37.7484
Si 15.4796 6.8719 38.6333
Si 14.4455 11.2959 35.9639
Si 0.5122 13.017 36.0046
Si 0.5936 24.3437 33.5424
Si 15.3575 20.6289 36.3649
Si 16.3415 23.5854 37.8753
Si 1.129 26.207 38.68
Si 9.4977 30.1703 36.1524
Si 0.3669 29.469 36.2047
O 14.8963 1.4152 40.0866
O 16.1782 32.0957 39.3839
O 2.808 1.8182 39.2315
O 6.176 2.0885 37.28
O 15.6545 5.4067 39.3341
O 1.3052 3.8581 39.9468
O 4.6688 6.1898 39.9491
O 0.3368 7.7192 39.2111
O 1.7246 9.6805 40.1475
O 3.0282 7.7565 38.9068
O 2.3378 13.7397 38.9171
O 0.4314 15.6299 39.0897
O 0.8558 14.4073 36.7611
O 15.1867 17.5676 39.8963
O 2.8539 18.5454 38.7989
O 1.1554 20.3095 39.8504
O 16.1891 22.5081 39.0804
O 10.5749 21.1547 35.2677
O 2.9384 21.604 35.5096
O 2.0644 25.8592 39.9661
O 2.0451 26.2654 37.3246
O 0.3082 27.5785 38.9979
O 4.4495 29.7487 39.8499
O 2.1934 31.0612 39.4684
O 5.3608 0.3516 39.1884
O 6.959 31.3268 40.1422
O 8.5543 2.5128 39.132
O 10.2192 1.6121 37.2909
O 6.75 4.2661 39.9856
O 6.1875 3.4519 34.9699
O 9.7329 6.7983 39.8471
O 8.0968 8.8143 39.301
O 5.8432 10.0403 38.7908
O 6.7858 14.9955 40.0125
O 8.3058 13.547 38.6007
O 6.0118 17.5388 36.0614
O 5.727 16.9947 38.7019
O 8.9876 19.1101 39.0013
O 7.0464 20.4008 40.1483
O 2.8688 21.5545 38.104
O 5.301 21.898 39.2427
O 10.5585 24.5956 38.4494
O 8.0397 24.1507 39.0016
O 4.8595 27.2105 39.4544
O 6.9256 26.0212 40.3186
O 8.607 27.3987 37.4581
O 8.0223 28.8986 39.669
O 12.7251 31.0255 40.0379
O 11.0003 32.6166 38.9842
O 12.6904 3.1368 39.7259
O 10.5238 3.9976 38.1153
O 12.0616 5.58 39.2109
O 13.0651 3.7419 37.2189
O 12.4747 9.4897 39.8569
O 14.1348 7.6315 39.1401
O 11.1434 11.4517 38.7824
O 13.1389 11.3138 36.9081
O 13.9467 10.8259 34.4787
O 13.1334 13.2328 38.6409
O 10.5633 17.0353 38.7219
O 12.2253 15.2899 39.8035
O 13.3682 19.0504 38.9854
O 4.9099 22.6399 36.8552
O 12.2404 21.3699 39.2171
O 12.2662 19.9998 36.8535
O 13.1827 24.6576 38.5453
O 9.7772 22.282 39.4705
O 12.289 26.4287 40.1014
O 10.4691 28.0407 39.2717
O 14.7847 29.0313 40.0992
O 9.3177 29.9464 37.7462
O 0.7134 4.5126 27.6188
O 2.535 2.8306 26.6147
O 4.4825 1.0176 26.8045
O 16.3771 10.7916 26.8179
O 1.699 8.9715 27.7639
O 2.9803 6.1894 32.2163
O 3.4933 7.1743 27.1637
O 16.1006 16.6386 26.4746
O 1.3805 15.5266 28.0312
O 3.4114 12.6298 27.3842
O 5.5378 11.0191 26.3782
O 2.4219 19.6376 26.8274
O 0.2333 21.4604 26.5608
O 15.799 17.2547 32.617
O 4.227 18.4794 28.312
O 16.0909 26.5116 27.1076
O 2.0142 25.213 27.1691
O 5.7645 21.9221 26.6192
O 4.3597 23.8841 27.3534
O 2.2823 28.4661 30.1197
O 2.1044 30.7219 26.4536
O 3.4621 29.0807 27.7591
O 4.7444 27.5619 29.3551
O 6.7764 3.4111 26.8343
O 5.373 5.5408 26.4603
O 10.5344 3.1314 29.4568
O 10.6249 0.4264 29.4371
O 7.7471 8.5523 30.0199
O 7.4673 9.4528 27.543
O 8.9434 7.2825 27.6991
O 9.9239 9.4123 28.891
O 3.3259 11.413 29.7648
O 6.3396 14.4102 27.9774
O 10.4085 12.6024 27.2531
O 8.2127 13.6114 26.4291
O 8.0237 20.5011 27.3061
O 8.787 19.3068 29.5792
O 8.9439 17.7086 27.5317
O 10.9695 16.2346 26.6838
O 7.9458 25.0099 26.4037
O 5.8126 26.7317 26.8837
O 14.5003 24.7557 28.4477
O 9.577 23.4335 27.4114
O 7.5788 29.8843 27.1802
O 5.9265 31.7995 27.6245
O 10.996 27.4686 25.4586
O 9.5698 28.3005 27.3179
O 10.8154 5.5125 26.6849
O 12.8767 3.7711 26.9533
O 14.716 1.7491 27.1441
O 0.0581 32.7288 26.4371
O 11.9439 10.0918 27.3737
O 11.2268 11.6465 29.4837
O 13.6186 8.1705 26.6793
O 15.1215 6.1862 27.441
O 13.2063 14.7253 27.0655
O 13.0775 13.6465 29.394
O 14.249 12.2875 27.3971
O 8.6999 12.2796 29.264
O 14.4532 22.4268 27.5269
O 12.6791 19.8235 27.7207
O 1.8797 20.7789 30.2727
O 15.0122 18.7682 27.6371
O 11.3027 21.6763 26.4292
O 13.5591 22.8348 30.0886
O 14.6943 27.1013 29.3098
O 11.2364 32.5563 26.3002
O 0.2825 30.2606 30.3721
O 14.4562 28.827 27.475
O 13.1598 30.5146 26.2533
O 1.6042 29.4621 32.5755
O 0.1526 1.918 32.1557
O 14.7587 3.8215 28.756
O 16.0628 5.7779 29.9067
O 3.3657 8.7724 31.7949
O 2.4097 11.1755 32.795
O 0.8689 13.1782 32.0091
O 14.0321 10.0277 31.9401
O 1.5647 13.2988 29.2561
O 0.163 15.1585 30.5903
O 12.0588 23.4941 28.1819
O 4.1921 22.9544 32.2549
O 4.7685 20.3333 32.5726
O 3.3008 24.8265 29.4578
O 1.4765 23.0273 28.6454
O 12.6353 26.8129 27.5318
O 14.0874 26.5319 32.4251
O 1.4372 32.0365 33.0799
O 4.1035 27.354 35.8969
O 4.3273 0.4039 29.3266
O 3.8491 32.0197 34.2312
O 8.6121 1.7005 30.6494
O 10.1726 1.8356 27.294
O 5.3324 6.9081 31.2227
O 5.525 1.9173 31.2503
O 8.0026 6.5713 35.2032
O 11.2268 5.6983 31.8951
O 4.249 9.4625 28.2643
O 5.4433 9.8443 30.5009
O 9.2278 12.8941 31.8461
O 10.5137 13.6695 34.045
O 6.8247 13.4888 30.5548
O 4.2718 13.8872 29.5629
O 10.25 21.3667 28.8087
O 5.2525 22.865 29.6344
O 12.4791 28.6338 29.4369
O 6.6509 17.8887 29.0016
O 1.2912 23.2854 36.9825
O 12.2657 28.3793 32.0778
O 7.3445 27.6499 28.7585
O 5.9316 25.3128 29.0984
O 4.915 30.1296 32.6855
O 9.0352 29.456 29.528
O 10.1159 32.7559 31.954
O 11.1465 31.2579 33.7372
O 12.6852 1.8898 28.7019
O 9.1073 4.2437 31.3076
O 7.6799 10.9646 31.2895
O 3.1136 7.4103 29.6883
O 12.1205 8.2159 32.1474
O 12.49 9.3597 29.8414
O 7.8913 6.5016 32.441
O 14.1512 21.7489 32.3537
O 15.58 14.8335 33.2731
O 10.2709 14.3197 29.4068
O 11.9454 13.4608 31.8373
O 14.638 13.3999 31.4247
O 14.2938 19.1833 33.409
O 0.154 19.7564 31.9802
O 11.6016 26.2385 33.6776
O 13.3457 28.0816 34.4834
O 11.5731 30.6767 31.106
O 9.215 30.2607 32.1166
O 0.147 2.6376 34.7661
O 0.5128 4.6856 36.4055
O 0.572 6.7625 34.7443
O 3.8128 3.8534 31.5293
O 1.5768 3.9699 32.931
O 3.75 4.438 34.2561
O 14.8075 5.2839 34.9572
O 4.3728 9.9195 33.8919
O 1.7584 8.8429 33.8053
O 1.4403 9.3437 37.4764
O 16.1841 11.1012 33.1161
O 2.6537 18.8485 32.096
O 5.7335 11.8377 28.8298
O 2.1936 24.0322 33.5853
O 1.7944 23.2993 31.1382
O 12.3465 18.0228 31.9934
O 0.5611 25.4487 29.3481
O 5.6533 20.2953 29.7345
O 16.3738 27.7917 31.3667
O 0.5114 30.5 34.9634
O 2.3451 1.5407 33.7957
O 4.3646 30.0781 30.0937
O 5.7879 32.1024 31.2055
O 7.5737 1.1554 35.2209
O 5.9524 8.2306 34.9839
O 5.5319 5.7864 36.0455
O 8.9527 14.2651 36.1132
O 9.5506 4.8173 33.7635
O 9.1945 11.7352 35.3724
O 6.9486 12.573 36.5109
O 11.1984 16.7607 29.9437
O 10.0699 15.3301 31.8735
O 4.9187 18.1438 31.023
O 14.1883 20.2575 29.948
O 8.6544 16.5249 29.9152
O 7.7971 21.8476 29.5522
O 11.6839 25.6542 36.3191
O 11.8895 23.0612 36.7449
O 8.8883 28.9225 35.2928
O 15.0768 23.6428 36.8307
O 6.7635 27.4402 35.4866
O 5.075 29.6924 35.1928
O 11.3785 32.5914 36.2094
O 6.4951 31.6989 34.2394
O 7.9335 3.6806 29.0586
O 13.8635 2.0024 31.6275
O 15.4373 8.7019 33.8029
O 5.276 3.5668 29.1877
O 10.1213 7.356 33.6858
O 13.3274 3.7194 33.5734
O 14.3788 7.6917 30.7193
O 12.6802 6.3396 33.9348
O 15.5222 14.2892 28.393
O 13.5315 16.705 33.9575
O 13.4697 17.8535 29.5233
O 2.1502 21.3505 32.8433
O 14.0972 23.7674 34.3765
O 14.4355 26.1162 35.8198
O 14.0541 30.151 30.7705
O 16.0037 22.0936 30.3499
O 15.311 32.5835 30.9362
O 8.3948 31.8885 30.1556
O 12.4041 1.1174 33.5871
O 14.9572 0.3972 33.4785
O 1.5501 32.7829 37.5824
O 3.9169 0.8568 37.0282
O 15.4618 2.5726 37.2686
O 0.3104 7.2607 32.0577
O 15.4909 6.8217 37.0085
O 1.7471 2.4656 36.8865
O 1.1876 11.8292 36.8879
O 16.1902 10.9657 38.9705
O 1.2127 12.8963 34.5413
O 4.2415 12.0616 39.701
O 15.1039 19.0078 36.3102
O 4.6541 18.0952 33.8204
O 0.9884 17.903 36.9617
O 2.6873 16.0768 37.7777
O 3.4334 18.0578 36.1878
O 0.1491 25.444 32.4318
O 3.6733 23.9354 39.0623
O 0.0109 25.0555 38.5249
O 0.1009 24.8532 34.9957
O 15.6327 30.6118 32.7366
O 0.4938 30.3269 37.5606
O 15.8997 27.528 33.9896
O 3.1121 28.5802 38.0028
O 8.374 3.3534 36.5748
O 6.266 32.296 36.8112
O 8.6801 31.5377 35.7414
O 12.9305 1.2128 37.8653
O 6.7288 7.7244 37.4
O 6.81 10.7411 34.5917
O 5.7559 5.7283 33.5332
O 6.611 15.1108 37.0531
O 7.8161 10.0885 36.9722
O 6.552 21.9767 31.7742
O 0.4342 18.8684 34.4246
O 8.1876 17.1187 37.5004
O 10.056 18.7078 36.5321
O 5.4583 22.1607 34.3565
O 5.098 20.027 35.7573
O 3.4391 0.3056 31.7924
O 5.7106 28.8053 37.5322
O 9.2991 26.2939 35.119
O 9.2535 22.865 36.8787
O 11.2205 3.0347 32.282
O 13.8977 1.6025 35.5614
O 13.3892 31.7393 34.955
O 6.3989 4.4763 31.3676
O 11.2421 13.0384 36.5885
O 6.6105 1.3964 28.4079
O 14.684 5.5616 32.2599
O 15.5033 10.1852 36.533
O 15.2822 12.7289 35.9077
O 6.6645 9.0159 32.5919
O 14.4306 21.122 37.6122
O 11.8237 18.8552 34.4848
O 13.3119 15.679 31.1225
O 15.7947 16.5919 35.2619
O 10.4632 23.9174 34.7081
O 0.5688 20.843 36.6365
O 16.2677 22.913 33.2299
O 14.9412 21.3341 34.9419
O 11.1409 30.0987 35.9401
O 6.8803 29.7624 30.95
O 1.5841 28.4201 35.9096
O 15.3281 28.6752 36.2461
Si 0.0153 32.7634 5.6936
Si 2.7756 2.7092 5.6693
Si 0.0332 5.4595 5.5957
Si 2.8171 8.1504 5.4933
Si 0.095 10.8824 5.4525
Si 2.7851 13.6125 5.3824
Si 0.0538 16.3317 5.4271
Si 2.768 19.0338 5.4585
Si 0.0135 21.8192 5.4618
Si 2.708 24.5243 5.5166
Si 0.0189 27.26 5.5815
Si 2.7427 30.0256 5.6751
Si 5.5206 32.7692 5.6347
Si 8.2312 2.7147 5.6043
Si 5.5463 5.4401 5.5505
Si 8.26 8.229 5.5344
Si 5.5475 10.926 5.4562
Si 8.2376 13.634 5.4437
Si 5.5225 16.3116 5.4343
Si 8.2484 19.0487 5.4679
Si 5.5232 21.7301 5.5422
Si 8.2426 24.5116 5.6077
Si 5.4494 27.2627 5.5998
Si 8.1856 30.0333 5.6459
Si 10.9196 32.789 5.6718
Si 13.6394 2.7504 5.6471
Si 11.005 5.4536 5.5699
Si 13.7596 8.2104 5.5085
Si 10.9825 10.9659 5.4777
Si 13.7232 13.6258 5.4494
Si 10.985 16.3365 5.4749
Si 13.7224 19.0774 5.4532
Si 11.0094 21.7882 5.5269
Si 13.7161 24.511 5.5262
Si 10.9643 27.2547 5.619
Si 13.6983 29.979 5.6369
Si 1.3879 1.3514 7.0154
Si 4.1579 4.1158 6.9558
Si 1.4248 6.8436 6.9093
Si 4.164 9.5674 6.8371
Si 1.4332 12.2787 6.8133
Si 4.1292 14.9734 6.8007
Si 1.3933 17.6958 6.8312
Si 4.1178 20.386 6.87
Si 1.3584 23.1584 6.8859
Si 4.0734 25.8761 6.9257
Si 1.3575 28.6341 6.9804
Si 4.1323 31.4048 6.9964
Si 6.8629 1.3598 6.9852
Si 9.6036 4.1097 6.9401
Si 6.8869 6.8542 6.8967
Si 9.6274 9.6044 6.8748
Si 6.8779 12.2983 6.843
Si 9.5966 14.9946 6.8356
Si 6.8639 17.6906 6.8329
Si 9.6059 20.4197 6.8611
Si 6.853 23.129 6.9209
Si 9.5928 25.8893 6.9694
Si 6.8086 28.6452 6.9732
Si 9.5539 31.4044 7.0051
Si 12.2931 1.365 7.0061
Si 15.0457 4.1199 6.9665
Si 12.3711 6.8585 6.8987
Si 15.1105 9.5797 6.8732
Si 12.3494 12.3084 6.8554
Si 15.0795 14.9988 6.8191
Si 12.3446 17.723 6.8349
Si 15.0692 20.4424 6.8449
Si 12.3482 23.158 6.9065
Si 15.0455 25.8868 6.925
Si 12.3162 28.6258 6.9863
Si 15.0357 31.3776 7.0063
Si 0.0048 2.7436 8.3306
Si 2.7587 32.7792 8.3496
Si 0.0528 8.2211 8.2628
Si 2.7714 5.4857 8.2959
Si 0.0481 13.6398 8.1923
Si 2.7891 10.9328 8.2118
Si 0.0342 19.0731 8.212
Si 2.7702 16.3411 8.1971
Si 0.0099 24.5207 8.2836
Si 2.7486 21.7814 8.2291
Si 0.0027 30.0092 8.3496
Si 2.7335 27.2577 8.314
Si 5.4965 2.7429 8.3295
Si 8.203 32.7888 8.3574
Si 5.5056 8.2209 8.2486
Si 8.2355 5.4953 8.2847
Si 5.4967 13.65 8.2114
Si 8.2411 10.9547 8.2363
Si 5.4986 19.0429 8.2325
Si 8.2333 16.353 8.2198
Si 5.4684 24.5103 8.2684
Si 8.2393 21.7732 8.2615
Si 5.4712 30.0202 8.3515
Si 8.203 27.2704 8.3061
Si 10.9346 2.7492 8.3421
Si 13.668 32.7804 8.3383
Si 10.9825 8.2305 8.2474
Si 13.6942 5.5034 8.3115
Si 10.9715 13.6617 8.2259
Si 13.7159 10.9436 8.226
Si 10.9729 19.0661 8.2313
Si 13.7142 16.3644 8.2064
Si 10.9734 24.5127 8.296
Si 13.7096 21.7852 8.2573
Si 10.9403 30.0186 8.3284
Si 13.6873 27.2489 8.3197
Si 1.3842 4.1299 9.6622
Si 4.1149 1.3756 9.6855
Si 1.4123 9.6018 9.6127
Si 4.132 6.8752 9.6378
Si 1.3934 15.0071 9.5844
Si 4.1324 12.3036 9.5977
Si 1.3809 20.4336 9.6086
Si 4.1157 17.7032 9.6002
Si 1.36 25.8924 9.6658
Si 4.0967 23.1482 9.6254
Si 1.3684 31.4063 9.6879
Si 4.0879 28.6427 9.6809
Si 6.8605 4.1371 9.6622
Si 9.5677 1.3733 9.6955
Si 6.8659 9.5988 9.6107
Si 9.6012 6.8804 9.6296
Si 6.853 15.0135 9.5981
Si 9.5993 12.3179 9.6103
Si 6.8493 20.4208 9.6162
Si 9.5903 17.7199 9.6035
Si 6.8238 25.8926 9.646
Si 9.5839 23.1526 9.6419
Si 6.8296 31.4104 9.6995
Si 9.5605 28.6492 9.6749
Si 12.3133 4.137 9.6713
Si 15.034 1.3677 9.6816
Si 12.3393 9.6022 9.6148
Si 15.072 6.8794 9.647
Si 12.3344 15.0282 9.5952
Si 15.0734 12.3134 9.5942
Si 12.3225 20.4349 9.6191
Si 15.0634 17.7282 9.5945
Si 12.31 25.892 9.6755
Si 15.0459 23.1582 9.6479
Si 12.2941 31.4077 9.6868
Si 15.0286 28.6377 9.6903
Si 16.4002 32.7953 11.0345
Si 2.7389 2.7567 11.0291
Si 0.0171 5.506 11.0193
Si 2.7607 8.243 10.9992
Si 0.0325 10.9632 10.9783
Si 2.7606 13.6649 10.9723
Si 0.0268 16.3706 10.9696
Si 2.7517 19.0756 10.9782
Si 0.0201 21.7938 10.9998
Si 2.7395 24.521 11.0086
Si 16.4003 27.2677 11.0374
Si 2.7268 30.0275 11.0402
Si 5.4644 32.7988 11.0441
Si 8.202 2.7606 11.035
Si 5.4848 5.5103 11.0139
Si 8.2252 8.245 10.994
Si 5.4953 10.9579 10.9847
Si 8.2233 13.6709 10.9832
Si 5.4888 16.3682 10.9839
Si 8.2232 19.0762 10.9911
Si 5.4781 21.7929 10.9879
Si 8.2039 24.528 11.0017
Si 5.4652 27.2689 11.022
Si 8.1995 30.0303 11.0394
Si 10.9319 32.7947 11.0407
Si 13.6689 2.7547 11.0313
Si 10.9441 5.5157 11.0176
Si 13.6937 8.2474 11.0001
Si 10.9637 10.9629 10.9865
Si 13.6992 13.6728 10.9729
Si 10.9619 16.3751 10.9824
Si 13.6942 19.0788 10.986
Si 10.9546 21.7942 11.0052
Si 13.679 24.5235 11.0272
Si 10.9318 27.2742 11.0255
Si 13.6595 30.0287 11.037
Si 1.3575 1.3862 12.3821
Si 4.1026 4.1475 12.3753
Si 1.3808 6.8898 12.3694
Si 4.1188 9.6154 12.3654
Si 1.3856 12.3287 12.357
Si 4.1136 15.0263 12.3607
Si 1.3778 17.7325 12.3601
Si 4.1049 20.4438 12.3637
Si 1.3705 23.1655 12.379
Si 4.0918 25.9028 12.3787
Si 1.3491 28.66 12.3921
Si 4.0827 31.4245 12.3871
Si 6.8241 1.3889 12.3849
Si 9.5648 4.15 12.376
Si 6.8452 6.8931 12.3684
Si 9.5828 9.6181 12.3649
Si 6.8509 12.3243 12.363
Si 9.5837 15.0327 12.3626
Si 6.8449 17.7332 12.3669
Si 9.5756 20.445 12.3745
Si 6.8293 23.1696 12.3685
Si 9.5522 25.9089 12.3793
Si 6.819 28.6575 12.3845
Si 9.5548 31.4226 12.3914
Si 12.2927 1.3827 12.3863
Si 15.0354 4.143 12.3784
Si 12.3101 6.8954 12.3687
Si 15.0549 9.6223 12.3591
Si 12.3209 12.3335 12.3595
Si 15.0528 15.0346 12.3588
Si 12.3178 17.7362 12.3661
Si 15.047 20.4427 12.3708
Si 12.3001 23.1677 12.3875
Si 15.0262 25.906 12.3965
Si 12.2813 28.6619 12.3914
Si 15.0192 31.4229 12.3855
Si 16.3934 2.7673 13.7407
Si 2.7162 0.007 13.7383
Si 0.0128 8.2631 13.7302
Si 2.738 5.5241 13.7388
Si 0.0173 13.6844 13.7376
Si 2.751 10.9804 13.7355
Si 0.0123 19.0889 13.7476
Si 2.7467 16.3858 13.7406
Si 16.4023 24.5356 13.7452
Si 2.7424 21.8083 13.7472
Si 16.3789 30.0454 13.7426
Si 2.7218 27.2833 13.736
Si 5.4576 2.7712 13.7365
Si 8.1832 0.0068 13.7335
Si 5.4787 8.259 13.7411
Si 8.1981 5.5235 13.7363
Si 5.4828 13.6814 13.7409
Si 8.2154 10.9769 13.7459
Si 5.4749 19.0959 13.742
Si 8.2144 16.3851 13.7457
Si 5.4622 24.5402 13.7433
Si 8.2015 21.8154 13.7415
Si 5.4485 30.045 13.7336
Si 8.1834 27.2855 13.7448
Si 10.9203 2.7698 13.7299
Si 13.6525 0.0014 13.7423
Si 10.9424 8.2601 13.74
Si 13.6664 5.525 13.7324
Si 10.9502 13.686 13.7457
Si 13.6857 10.9811 13.7357
Si 10.9469 19.0903 13.7472
Si 13.6844 16.3877 13.7478
Si 10.9219 24.5449 13.7442
Si 13.6751 21.8033 13.7452
Si 10.9128 30.0436 13.7496
Si 13.6491 27.2896 13.7469
Si 1.3534 4.1595 15.0913
Si 4.0787 1.3994 15.086
Si 1.37 9.6343 15.1024
Si 4.0948 6.9061 15.1046
Si 1.3749 15.0418 15.1226
Si 4.1063 12.342 15.1191
Si 1.3735 20.4541 15.1248
Si 4.104 17.7487 15.1224
Si 1.3525 25.9222 15.1024
Si 4.0942 23.1866 15.1227
Si 1.3334 31.4421 15.0877
Si 4.0732 28.6758 15.087
Si 6.8143 4.1605 15.0901
Si 9.5377 1.4021 15.0791
Si 6.8332 9.63 15.1185
Si 9.5558 6.9025 15.0981
Si 6.8397 15.0406 15.1251
Si 9.5707 12.345 15.128
Si 6.8288 20.4669 15.119
Si 9.5733 17.7446 15.1274
Si 6.8115 25.9237 15.1137
Si 9.5508 23.1914 15.1194
Si 6.8005 31.4433 15.0802
Si 9.5301 28.6781 15.1071
Si 12.2739 4.163 15.0787
Si 15.0108 1.3953 15.0922
Si 12.3029 9.6358 15.1068
Si 15.0275 6.9116 15.0869
Si 12.3071 15.0473 15.1322
Si 15.046 12.3399 15.1169
Si 12.3061 20.4531 15.1242
Si 15.0423 17.7461 15.1354
Si 12.2717 25.9296 15.1094
Si 15.033 23.175 15.1116
Si 12.2705 31.438 15.0987
Si 15.002 28.6797 15.1035

Results
total energy: -236499.611 eV
total energy less fixed offsets of O -438.35, Si -107.03 eV per atom: 8.089 eV

Forces (eV/angstrom), in the order of the atoms: element, x, y, z
Si 0.0456 -0.0598 -0.1193
Si 0.0068 -0.0277 -0.2269
Si 0.0273 -0.0592 -0.1891
Si 0.1187 -0.1927 0.1551
Si -0.0829 0.0896 -0.2464
Si 0.0064 0.0141 0.1659
Si -0.0508 0.0404 0.1731
Si 0.1002 -0.3415 0.2857
Si -0.0861 0.0435 -0.0964
Si -0.1462 -0.1242 0.0972
Si -0.2841 0.4355 0.2387
Si -0.1654 0.2192 0.2817
Si 0.0278 0.2807 -0.0347
Si -0.0777 0.1355 -0.2515
Si 0.17 -0.0846 -0.4538
Si -0.142 0.0003 0.1486
Si -0.0172 0.0899 0.1538
Si 0.1488 -0.0257 -0.3091
Si -0.0128 0.0383 -0.2431
Si -0.1933 0.2248 0.0656
Si 0.0859 -0.0374 -0.079
Si -0.1465 0.0983 0.0617
Si -0.0468 0.021 0.2542
Si -0.058 0.0203 0.0771
Si -0.0782 -0.1235 -0.1853
Si 0.0823 0.0397 0.0187
Si -0.1195 0.0849 0.344
Si 0.1323 0.046 0.1044
Si 0.0975 0.1903 -0.1177
Si 0.1745 -0.3796 0.1714
Si 0.1552 -0.1469 -0.0134
Si 0.168 0.1027 0.1367
Si -0.0401 0.1128 0.1349
Si 0.2341 -0.0692 -0.1774
Si -0.1527 0.0608 0.1274
Si 0.042 -0.0028 -0.1618
Si -0.1586 -0.072 -0.271
Si -0.1564 -0.043 -0.1881
Si 0.1557 0.0554 -0.1445
Si 0.1151 -0.1081 -0.1049
Si 0.1551 0.0577 -0.0264
Si 0.0518 -0.1286 -0.1083
Si -0.1031 0.1502 -0.3156
Si -0.1241 0.0587 -0.2919
Si 0.0824 0.1327 -0.2992
Si 0.0383 0.1364 -0.2289
Si 0.0205 0.0221 -0.1612
Si 0.157 -0.1655 -0.2686
Si 0.0049 -0.0678 -0.216
Si 0.1075 0.0526 -0.3451
Si 0.2318 0.0467 -0.2578
Si 0.084 -0.1839 -0.2629
Si -0.1905 -0.0517 -0.0751
Si -0.0322 0.0597 -0.1655
Si 0.0204 0.1049 -0.2991
Si -0.0939 0.1074 -0.1612
Si 0.0332 -0.0249 -0.3156
Si 0.0759 0.0742 -0.3277
Si 0.1204 -0.0416 -0.3594
Si -0.0234 0.0305 -0.2934
Si 0.0258 -0.1338 -0.248
Si 0.0389 0.0147 -0.213
Si 0.0623 -0.0673 -0.3577
Si -0.1269 -0.1396 -0.1441
Si -0.0404 -0.0163 -0.2946
Si -0.1202 0.2107 -0.3735
Si 0.0918 0.0507 -0.1646
Si -0.0377 -0.2177 -0.1604
Si 0.0824 -0.0552 -0.2914
Si -0.0254 -0.0052 -0.1454
Si 0.0486 -0.0085 -0.2567
Si 0.0135 0.0389 -0.3282
Si -0.0668 0.0314 0.1165
Si 0.0294 -0.0102 0.0245
Si 0.1694 -0.1176 -0.1018
Si -0.1924 0.0299 0.0776
Si 0.0305 -0.027 -0.0975
Si 0.0172 -0.2262 0.0826
Si 0.02 0.1187 0.0182
Si 0.0821 -0.0177 -0.0383
Si -0.0069 0.1066 -0.2045
Si 0.0752 -0.0064 -0.0255
Si 0.2385 -0.0439 0.0759
Si -0.0997 0.0361 -0.0499
Si -0.0507 -0.0545 0.0773
Si 0.0023 -0.0567 -0.0742
Si -0.067 0.184 0.1419
Si 0.0968 -0.0459 0.1346
Si 0.13 0.1116 -0.1009
Si -0.1297 0.0663 -0.0211
Si -0.0114 -0.0057 0.0878
Si -0.0612 -0.1118 0.1544
Si 0.0899 -0.0646 0.1972
Si 0.0957 0.014 0.1101
Si -0.1049 -0.063 0.2198
Si -0.0474 -0.035 0.0309
Si -0.1029 0.1118 -0.0324
Si 0.0006 -0.0198 0.2787
Si 0.1068 0.0705 0.1202
Si -0.0289 0.0172 0.0756
Si -0.064 0.0859 0.0539
Si 0.0116 -0.0053 -0.0819
Si 0.0182 -0.0744 0.1081
Si -0.1195 -0.1095 0.094
Si -0.0598 0.1253 0.025
Si -0.0194 -0.0396 -0.1284
Si 0.0554 -0.0085 0.0977
Si -0.0158 -0.2536 0.0412
Si 0.0838 0.0047 -0.0784
Si 0.062 0.0497 0.0451
Si 0.0022 0.132 0.0043
Si -0.0663 0.0063 -0.0348
Si -0.003 0.0495 0.0561
Si -0.0399 0.026 -0.1519
Si -0.0676 -0.1029 -0.0595
Si 0.1245 -0.0418 0.0059
Si 0.1192 -0.0026 -0.0269
Si 0.024 0.0156 -0.0243
Si -0.0764 -0.1483 -0.069
Si -0.0327 0.1486 0.0371
Si 0.1004 0.0387 -0.0076
Si 0.0257 -0.075 -0.0418
Si -0.0737 -0.138 -0.007
Si -0.0802 -0.0743 -0.0588
Si -0.0255 -0.0814 -0.1557
Si 0.0149 0.0457 -0.0428
Si -0.0118 0.0164 -0.138
Si 0.015 -0.0324 -0.028
Si 0.0617 0.0176 -0.0624
Si 0.0067 -0.0839 -0.0595
Si 0.0137 -0.0302 -0.099
Si 0.0208 -0.0295 -0.0033
Si 0.0578 -0.028 -0.0505
Si 0.0399 0.011 -0.0699
Si -0.0796 -0.0709 -0.0275
Si -0.0251 0.0077 0.0115
Si 0.1227 0.0195 -0.1514
Si -0.0441 -0.0933 0.0364
Si -0.0859 0.0739 0.0077
Si 0.0122 0.0805 -0.1563
Si 0.168 0.0145 -0.1176
Si 0.0071 -0.0251 0.0209
Si -0.0467 0.1643 0.0179
Si 0.0356 -0.0468 -0.1291
Si 0.0004 0.0003 0.0057
Si 0.0072 -0.0122 -0.0076
Si -0.0233 -0.0045 0
Si -0.0628 0.0033 -0.0095
Si 0.0017 -0.0081 0.0003
Si 0.0024 0.0038 -0.001
Si -0.0089 0.0073 0.0037
Si -0.0212 0.0031 0.0124
Si -0.0022 0.0244 0.0027
Si -0.0069 0.0212 0.0095
Si -0.0157 0.0102 -0.0005
Si -0.0095 0.0151 -0.0002
Si -0.002 -0.0108 0.0017
Si -0.0169 -0.0117 -0.0042
Si -0.0057 0.0137 -0.0061
Si 0.0241 -0.0013 -0.0023
Si -0.0377 -0.008 -0.0021
Si -0.0233 0.004 0.0022
Si 0.0069 0.0113 -0.0045
Si 0.0074 0.015 -0.0051
Si -0.0031 -0.002 0.004
Si 0.0096 0.0116 0.0055
Si -0.0004 0.0124 0.0031
Si -0.0256 0.0446 0.0016
Si -0.0113 0.0215 -0.005
Si -0.022 0.0375 -0.0227
Si -0.0128 -0.004 0.0015
Si -0.0343 -0.0067 -0.0025
Si -0.0001 -0.0012 -0.006
Si -0.0012 -0.0076 -0.0165
Si -0.0007 0.0074 0.0076
Si -0.0114 0.017 0.005
Si 0.0078 -0.0029 -0.0031
Si -0.0088 0.0014 -0.0042
Si 0.0015 0.0368 0.0152
Si 0.0096 0.0116 0.0064
Si 0.0064 0.0337 0.0108
Si -0.0215 -0.0501 0.0095
Si 0.0538 0.0023 0.007
Si 0.0867 0.0188 0.0086
Si -0.0174 -0.0073 -0.0058
Si 0.0041 -0.0141 -0.01
Si -0.0129 0.0056 0.0023
Si 0.0258 0.0345 0.0067
Si -0.0172 -0.0347 -0.0092
Si 0.0032 0.0115 -0.0087
Si 0.0132 0.0123 -0.0071
Si -0.0174 -0.0059 -0.0116
Si 0.0285 0.0124 0.0015
Si 0.034 0.0015 0.0083
Si -0.036 -0.0594 0.0184
Si -0.0096 -0.0247 -0.001
Si 0.0447 -0.0038 0.0071
Si 0.0135 -0.0158 0.0091
Si -0.0005 0.0017 -0.0215
Si 0.0161 0.0065 -0.0224
Si -0.0085 0.0091 0.0029
Si -0.0119 -0.031 0.0066
Si 0.0352 -0.0296 -0.0099
Si 0.0298 -0.0243 -0.0157
Si 0.0208 -0.0483 -0.0054
Si -0.0078 -0.0663 -0.0051
Si 0.0418 0.0098 -0.0117
Si 0.0128 -0.02 0.0095
Si 0.0133 -0.0072 -0.0068
Si -0.0431 -0.0042 0.0028
Si 0.0064 0.0016 0.0056
Si 0.0031 0.0213 -0.0022
Si 0.0023 0.036 -0.023
Si -0.0038 0.0175 -0.0144
Si -0.0153 -0.0358 0.0094
Si -0.0136 -0.0142 0.0175
Si -0.0339 0.0229 -0.0176
Si 0.0183 -0.0911 0.0174
Si -0.028 0.017 0.0089
Si -0.0118 -0.0069 -0.0098
Si 0.0173 -0.0325 -0.0052
Si -0.0589 -0.0167 0.0076
Si 0.0003 0.017 0.0097
Si 0.0053 0.0029 0.0117
Si -0.0369 0.0136 0.0198
Si -0.0544 0.0324 -0.0066
Si 0.0185 -0.0287 0.0324
Si 0.0023 0.0042 -0.0061
Si -0.0068 0.018 0.0061
Si 0 -0.015 0.0155
Si -0.0534 0.0079 -0.0171
Si 0.0198 0.0224 0.0037
Si -0.0277 0.008 -0.0092
Si -0.0008 0.0037 -0.0185
Si 0.0253 -0.0022 0.0017
Si -0.0261 0.0381 0.0121
Si 0.0209 0.0126 0.021
Si 0.071 -0.0096 0.0302
Si -0.0135 0.0503 0.0045
Si -0.0522 0.0865 0.0085
Si -0.0239 -0.0214 0.0315
Si -0.0679 0.0611 0.0069
Si 0.0147 -0.0371 -0.0012
Si -0.0162 0.0025 0.0077
Si 0.0256 -0.0065 0.0002
Si -0.0733 0.0202 -0.0041
Si -0.0604 0.0438 -0.0046
Si 0.0678 -0.016 -0.0089
Si 0.0721 -0.0223 0.011
Si -0.0566 0.0002 0.0169
Si -0.0369 0.108 -0.0107
Si 0.0316 0.0053 0.0116
Si 0.0085 -0.0746 0.0028
Si 0.0353 0.0569 -0.0078
Si 0.0265 0.0196 0.0412
Si 0.0068 0.0228 0.0059
Si -0.0787 0.0102 0.0308
Si 0.1218 0.0254 0.1131
Si 0.0173 0.0121 0.0067
Si -0.0253 0.018 0.0443
Si 0.0038 0.0464 0.0333
Si 0.0418 -0.0432 0.0304
Si 0.0533 0.0785 -0.029
Si -0.0599 -0.0157 0.0434
Si -0.0663 -0.1113 0.0513
Si 0.0425 0.0397 0.0479
Si 0.0157 -0.0118 0.0798
Si -0.0084 -0.0016 0.0313
Si 0.0454 -0.0295 0.0402
Si -0.0596 0.0012 0.0377
Si -0.0264 0.0298 0.022
Si 0.0998 -0.0108 0.0054
Si 0.0118 -0.0261 0.0187
Si -0.0786 0.0468 -0.0243
Si 0.0209 -0.0081 0.0166
Si 0.0463 -0.0924 0.0381
Si 0.0306 0.0428 0.0142
Si 0.0218 -0.0307 -0.0172
Si 0.0702 0.0077 0.015
Si -0.0636 -0.0381 0.0302
Si -0.0455 -0.0786 0.0599
Si 0.0297 -0.004 0.0344
Si 0.0698 0.0632 0.0109
Si -0.0725 -0.036 -0.0134
Si -0.0952 0.0024 0.0399
Si 0.0897 0.0453 0.0541
Si 0.0512 -0.0837 -0.0625
Si -0.0945 -0.0201 -0.0274
Si -0.098 0.0337 0.0076
Si -0.0969 0.0642 0.0027
Si 0.025 -0.035 0.0549
Si 0.0582 0.0394 0.0559
Si -0.0131 -0.0184 0.0898
Si -0.0808 -0.0622 0.0209
Si 0.0353 -0.0572 0.1415
Si 0.0679 -0.0119 0.0984
Si -0.0887 0.0566 0.033
Si -0.1367 0.0547 0.0058
Si 0.148 -0.0443 0.0205
Si 0.0735 -0.0602 0.1501
Si -0.0388 -0.1141 0.071
Si 0.0517 0.066 -0.0079
Si -0.0487 0.0434 -0.0031
Si -0.072 -0.0746 0.0062
Si 0.0029 0.0143 0.1432
Si 0.0149 -0.0182 0.1418
Si 0.0225 0.0242 0.0223
Si -0.0355 0.0255 0.0942
Si -0.01 0.0673 0.1212
Si 0.116 -0.0417 0.2149
Si 0.0182 0.0562 -0.0444
Si -0.1061 0.1611 -0.0306
Si -0.1111 0.0722 0.0577
Si -0.111 -0.1002 0.0021
Si 0.0401 0.0105 0.05
Si -0.0301 0.0371 0.0522
Si 0.0332 -0.0072 -0.056
Si -0.0348 0.0351 -0.0403
Si -0.1413 0.0735 0.0221
Si -0.0189 0.0139 -0.0014
Si 0.0752 -0.1329 0.0618
Si 0.0061 0.035 0.023
Si -0.0213 0.041 0.2636
Si -0.0199 -0.0217 0.2084
Si 0.0701 0.048 -0.152
Si -0.0582 -0.1016 -0.1945
Si -0.0611 0.1078 -0.0954
Si 0.0855 0.0565 -0.0714
Si -0.0735 0.0223 0.1216
Si -0.0093 0.0167 0.1027
Si -0.0387 -0.0891 -0.0954
Si 0.0188 0.0244 -0.0018
Si 0.0359 -0.0332 -0.0085
Si -0.1601 0.0543 0.0983
Si -0.0163 -0.0519 -0.094
Si 0.1035 0.0317 -0.1078
Si 0.0127 -0.1139 0.1034
Si 0.0293 -0.0568 0.0032
Si 0.0147 0.0344 -0.1156
Si -0.0783 -0.0286 0.0206
Si 0.016 -0.0048 -0.0348
Si -0.0421 -0.0077 -0.1767
Si 0.0573 0.0775 0.0573
Si 0.0585 0.0988 -0.0387
Si 0.0685 -0.0365 -0.3461
Si 0.0962 0.0489 -0.3225
Si -0.0861 0.0811 0.041
Si -0.0444 0.1181 -0.0309
Si 0.0793 0.0857 -0.16
Si -0.042 0.0121 0.0839
Si -0.0009 0.0799 -0.0598
Si 0.0115 -0.0979 -0.0757
Si 0.0372 -0.0787 -0.041
Si 0.1742 0.0058 0.1978
Si -0.0521 0.0793 -0.0545
Si -0.0253 0.0146 -0.2022
Si -0.112 -0.0539 0.1552
Si 0.0035 0.0702 0.0355
Si -0.1186 -0.203 -0.4123
Si -0.0331 -0.043 -0.293
Si -0.1046 0.0417 0.194
Si 0.0753 0.186 0.3065
Si -0.1199 0.088 0.2868
Si 0.0245 -0.0624 0.2096
Si -0.1864 0.0421 0.2034
Si -0.0466 -0.1649 0.3643
Si -0.1448 0.0358 0.2621
Si -0.2647 0.0086 0.1486
Si 0.0114 -0.0992 0.3159
Si 0.2701 0.0201 0.2978
Si -0.0881 0.1595 0.3825
Si 0.0249 0.0639 0.0813
Si -0.0761 0.0045 0.2146
Si 0.093 -0.0107 0.0253
Si -0.12 0.1988 0.2699
Si -0.0201 -0.0033 0.23
Si 0.1223 -0.0967 0.183
Si -0.0938 0.1754 0.0286
Si -0.0463 0.1099 0.2489
Si -0.0391 -0.0829 0.2455
Si 0.0979 -0.1294 0.231
Si 0.0646 0.1866 0.2219
Si -0.09 -0.004 -0.0013
Si 0.1056 -0.1388 0.3595
Si -0.0295 0.2409 0.0775
Si 0.1184 0.0935 0.2358
Si 0.1156 -0.0215 0.309
Si -0.0377 -0.0426 0.2608
Si -0.0248 0.0891 0.1064
Si -0.0366 0.0643 0.2122
Si -0.0081 -0.2523 0.214
Si 0.0241 -0.0317 0.3447
Si -0.016 0.1055 0.4173
Si 0.0136 0.026 0.2261
Si 0.023 -0.2163 0.274
Si -0.0892 0.0469 0.4492
Si 0.0409 -0.1186 0.3581
Si 0.0964 -0.1142 0.0023
Si 0.1081 0.0503 -0.3316
Si 0.2557 -0.0343 0.2767
Si 0.0949 -0.3343 -0.1189
Si -0.1363 -0.0984 -0.2376
Si 0.08 0.2124 0.0031
Si 0.2964 0.2179 -0.1186
Si 0.0303 -0.0929 -0.2506
Si -0.3544 0.2187 0.1217
Si -0.1481 0.1639 0.2161
Si -0.0041 0.0459 0.2787
Si 0.0139 -0.0282 0.2017
Si 0.222 -0.2235 0.3701
Si 0.0192 -0.1026 -0.1724
Si -0.0824 -0.155 -0.0621
Si -0.1118 -0.1754 0.0475
Si 0.1611 -0.1215 0.2118
Si 0.0946 0.0706 0.1243
Si -0.005 0.0376 0.1106
Si 0.0167 0.1639 0.1221
Si -0.0799 0.0214 -0.0414
Si -0.1009 0.1148 -0.1677
Si 0.0059 0.0825 -0.3607
Si -0.056 -0.2382 0.041
Si 0.1009 -0.2688 0.2922
Si -0.0133 0.0176 -0.0257
Si -0.0267 -0.0877 -0.0674
Si -0.0634 0.0649 0.0342
Si 0.1839 0.099 -0.1774
Si -0.2549 0.289 -0.0732
Si 0.1401 -0.0051 -0.3435
Si 0.3766 -0.0809 -0.4884
Si 0.0062 -0.056 -0.154
Si -0.0112 0.0817 0.5519
Si 0.0147 0.0174 0.0301
Si 0.0223 0.0879 0.1341
Si 0.0633 0.0659 -0.0294
Si -0.0116 -0.1745 0.0242
Si -0.2676 0.0371 0.1018
Si 0.0112 0.0145 0.4627
Si -0.1453 -0.0324 0.1855
Si 0.0431 0.0503 0.0937
Si 0.0772 -0.0894 0.216
Si 0.3477 0.0757 0.2764
Si -0.0316 0.1042 0.4196
Si -0.2273 0.2315 0.2336
Si 0.0012 -0.0322 0.2081
Si -0.0379 -0.0044 -0.0348
Si -0.014 -0.0806 0.0792
Si 0.2193 0.1644 0.173
Si 0.0539 0.0865 0.2126
Si 0.0563 0.0018 0.3201
Si -0.2316 0.0689 0.2497
Si 0.173 0.0544 0.4139
Si 0.0488 0.023 0.2656
Si 0.0165 -0.1988 0.2001
Si -0.1629 0.1728 0.2292
Si 0.1652 -0.0103 0.42
Si -0.2117 -0.0746 -0.1735
Si -0.1044 -0.0464 0.0523
Si -0.1512 0.1066 0.3873
Si 0.1114 0.0734 -0.0166
Si -0.1226 -0.0264 0.2034
Si -0.0964 0.0317 0.454
Si -0.0713 -0.0598 -0.0058
Si -0.0603 -0.0521 -0.0352
Si -0.056 0.1077 0.1878
Si 0.0901 -0.2479 -0.3209
Si 0.1289 -0.0987 0.0624
Si -0.0727 0.0485 -0.0806
Si -0.0571 -0.0128 0.1548
Si -0.0688 -0.1036 0.1129
Si 0.1373 0.074 0.4057
Si 0.0089 -0.0064 -0.0015
Si 0.1225 0.0552 0.3134
Si 0.0492 -0.1542 0.0923
Si 0.1516 -0.113 0.0729
Si 0.118 0.0422 -0.0576
Si -0.0678 -0.0762 -0.2541
Si 0.2025 -0.0989 0.1825
Si 0.0739 0.128 0.4534
Si 0.0371 0.0849 0.2412
Si 0.002 -0.1189 -0.1419
Si -0.0218 0.0093 0.312
Si -0.0373 0.0708 -0.0795
Si 0.0322 0.1644 -0.3608
Si 0.1266 -0.2281 -0.1425
Si 0.1497 -0.0275 -0.3148
Si -0.1509 0.1077 -0.0213
Si -0.0364 -0.1883 0.12
Si 0.0136 0.0309 -0.1023
Si 0.058 -0.0914 -0.0052
Si 0.0496 0.1461 0.2938
Si 0.0001 -0.1718 -0.0478
Si -0.0031 0.0521 0.0242
Si 0.0108 0.1522 0.2719
Si 0.0014 0.0627 0.1297
Si 0.0068 -0.1914 0.0848
Si -0.0719 0.222 -0.222
Si -0.0188 -0.0774 -0.0088
Si -0.1725 0.0871 0.2546
Si -0.1181 -0.0238 -0.1206
Si -0.0399 -0.0344 -0.2359
Si 0.1606 0.0289 -0.3229
Si 0.0472 0.2299 -0.1347
Si 0.0956 0.1623 -0.0715
Si 0.1417 0.0658 0.085
Si 0.0559 -0.0235 -0.1802
Si 0.0785 0.0361 -0.3003
Si 0.2292 0.0691 -0.4352
Si 0.1542 0.0776 0.284
Si 0.108 0.0819 -0.0999
Si 0.004 -0.1816 0.0057
Si 0.2387 -0.1856 0.3493
Si 0.0268 0.1833 -0.2282
Si -0.0985 -0.0846 -0.2702
Si 0.1893 0.2863 0.3375
Si -0.1964 -0.1014 0.3268
Si -0.0108 0.182 -0.3016
Si 0.0787 -0.0361 -0.4009
Si 0.1166 -0.035 0.1891
Si -0.0507 -0.0966 0.2661
Si -0.0059 -0.3611 0.0681
Si 0.099 0.0562 0.3074
Si -0.0118 0.0394 0.1238
Si -0.1324 0.0047 0.1347
Si 0.037 0.0081 -0.348
Si -0.0072 0.1574 -0.2347
Si 0.0678 -0.0654 0.0582
Si 0.0598 0.029 -0.1053
Si -0.0346 0.0458 -0.2209
Si -0.1018 0.0445 0.3733
Si 0.0321 0.1907 0.0475
Si -0.0503 -0.1038 -0.3028
Si -0.0885 0.0063 -0.0106
Si 0.3049 -0.1315 -0.2595
Si -0.1308 -0.0199 -0.0939
Si -0.2631 0.4604 -0.4466
Si -0.0761 0.0226 -0.1871
Si -0.0007 -0.0381 -0.2687
Si 0.1542 0.0547 0.1248
Si -0.0151 -0.0848 -0.4215
Si 0.1368 -0.2477 -0.3714
Si 0.0737 -0.0826 -0.3237
Si 0.2471 -0.0879 -0.2648
Si -0.016 -0.1208 0.1077
Si -0.1014 -0.0415 -0.2014
Si 0.1383 0.0998 -0.0204
Si -0.0865 0.0377 -0.1497
Si -0.0191 -0.0581 -0.3998
Si 0.0772 -0.0018 -0.1986
Si -0.0088 0.1647 -0.2995
Si -0.004 -0.0341 -0.2172
Si -0.1556 -0.0547 -0.303
Si -0.0531 -0.0679 -0.011
Si 0.0266 -0.0433 -0.2272
Si -0.223 -0.1142 -0.1558
Si -0.1437 0.1709 -0.1817
Si -0.2027 -0.2784 -0.1571
Si -0.0372 0.2279 0.053
Si -0.0894 -0.0092 -0.2987
Si 0.0633 -0.1352 -0.2572
Si 0.3201 0.0269 -0.2458
Si -0.0716 -0.0029 -0.326
Si 0.0578 -0.0407 -0.3835
O -0.1951 -0.1275 0.2781
O -0.1838 0.137 0.1279
O 0.2872 0.3262 0.1715
O -0.207 0.2501 0.3081
O -0.1926 0.2058 -0.1651
O -0.086 -0.0456 0.5778
O -0.2763 0.6634 0.5529
O 0.131 -0.1914 0.2858
O -0.2426 0.0874 -0.0349
O -0.265 0.3234 -0.2005
O -0.1709 -0.0964 -0.2092
O -0.0236 0.1843 -0.007
O 0.0573 0.5119 0.3796
O 0.153 0.3026 0.2567
O -0.1259 0.1375 0.2457
O 0.2097 0.1139 0.2005
O -0.0969 -0.2954 0.2143
O 0.2091 0.1873 -0.0624
O -0.2399 0.0474 0.1697
O -0.2513 0.2295 0.1308
O -0.1452 -0.3019 0.1545
O 0.1329 -0.179 -0.2779
O -0.2032 -0.0455 0.108
O 0.3469 -0.0696 0.207
O 0.0755 -0.0298 0.2504
O -0.0491 -0.1171 0.4331
O -0.2858 0.2179 0.2861
O 0.0409 -0.167 -0.0988
O 0.0745 0.0194 0.4793
O -0.0401 -0.0986 0.0214
O 0.1029 0.2441 0.2815
O 0.2233 0.3537 0.0834
O -0.2227 0.326 0.2349
O 0.0004 0.0052 0.0829
O -0.0444 0.0458 0.7136
O 0.1349 -0.1309 0.1112
O -0.1961 -0.3361 0.7248
O -0.1227 0.0201 0.161
O -0.0926 -0.0777 0.3114
O 0.052 -0.1135 0.1573
O -0.1013 -0.1156 -0.1702
O -0.0582 -0.0665 0.3838
O -0.0314 -0.0841 0.0781
O 0.1465 0.0634 0.1485
O -0.0425 -0.1543 0.0662
O 0.2579 -0.2843 0.2546
O -0.0105 -0.2667 -0.0964
O -0.2006 0.3792 0.5821
O 0.1425 0.1218 0.1199
O 0.054 0.0988 0.1023
O -0.0373 0.4018 0.243
O -0.2661 0.2416 0.2393
O -0.1028 0.4127 0.041
O -0.0532 0.019 0.4067
O 0.0343 -0.3643 -0.0759
O -0.3362 -0.0682 0.5039
O 0.0121 -0.2197 0.1598
O -0.1567 0.1936 0.1455
O 0.4073 -0.0649 0.2102
O 0.2602 0.1082 0.3461
O -0.0189 0.0954 0.2204
O -0.0958 0.1443 -0.0922
O -0.0861 0.2351 0.2523
O -0.2148 -0.186 0.2811
O 0.2975 0.1843 0.2445
O -0.0203 0.1342 0.5445
O -0.0422 0.0724 0.148
O 0.189 -0.4058 0.0715
O 0.0897 0.0367 0.2727
O 0.2475 -0.0736 0.2275
O 0.0015 -0.1612 0.2044
O 0.0683 0.0822 -0.5388
O 0.2261 -0.177 -0.6115
O 0.0641 -0.0217 0.1174
O 0.0236 0.0531 -0.2125
O 0.0526 0.1689 -0.0473
O 0.0454 0.352 0.1538
O 0.0423 0.0337 0.1127
O 0.153 -0.2537 0.116
O 0.007 0.0859 -0.5432
O 0.0775 -0.2519 -0.5113
O -0.0479 0.0818 -0.1441
O 0.0022 -0.283 -0.0686
O -0.043 0.1658 -0.0504
O 0.0281 -0.1136 0.092
O -0.3144 -0.3116 -0.6643
O -0.0833 -0.0915 -0.3163
O 0.0856 -0.1829 -0.0906
O -0.0739 -0.0148 -0.3783
O -0.182 -0.0444 -0.1359
O 0.1663 -0.2946 -0.0531
O 0.5378 -0.6117 -0.4807
O 0.0977 -0.2094 -0.3647
O -0.0083 -0.0853 0.0952
O -0.0971 -0.1357 0.173
O 0.0399 -0.1177 -0.7383
O -0.1089 0.1491 -0.1131
O -0.0891 0.1464 0.0222
O 0.242 0.0463 -0.124
O -0.2599 0.0017 -0.247
O 0.3904 -0.3759 -0.3952
O -0.1309 0.1344 -0.1803
O 0.0373 -0.0598 -0.0145
O -0.0158 0.5019 -0.6321
O 0.2105 -0.2271 0.0041
O 0.0779 0.0687 -0.0901
O -0.18 -0.3278 -0.3785
O 0.1365 0.1068 -0.1135
O 0.2554 -0.1689 -0.2933
O -0.1322 0.2739 -0.3985
O 0.0954 -0.0348 -0.0906
O 0.0177 0.1412 -0.4982
O 0.1381 -0.05 -0.1465
O -0.0894 0.0119 0.3319
O -0.0539 0.4689 -0.215
O -0.0116 -0.1908 -0.1634
O -0.0699 0.0249 0.2436
O -0.0564 0.1185 0.0964
O 0.2354 -0.1187 -0.5265
O 0.2504 -0.0843 -0.1051
O -0.1966 0.0437 0.0269
O 0.0783 -0.0478 -0.7758
O 0.17 -0.1638 -0.3586
O -0.0371 -0.0419 -0.2576
O -0.1161 -0.053 -0.3745
O -0.046 0.3887 -0.1376
O 0.1376 -0.201 0.1288
O -0.1386 -0.042 -0.5049
O 0.1053 -0.1311 0.025
O 0.0287 -0.3021 -0.1468
O -0.0496 -0.3051 -0.1623
O -0.2493 0.2278 -0.422
O -0.0227 0.04 0.0635
O 0.2268 -0.0778 -0.4793
O -0.163 0.1623 -0.1296
O 0.0988 0.0489 -0.2068
O -0.0425 0.2113 -0.248
O -0.2923 0.2484 -0.4966
O -0.1876 0.0398 0.0488
O 0.0455 0.0231 -0.0667
O 0.1194 0.1288 -0.2971
O 0.2409 0.2239 -0.0779
O 0.2139 0.167 -0.1998
O 0.0708 0.097 0.3104
O 0.0999 -0.1645 -0.4025
O -0.091 -0.1265 -0.1074
O -0.0593 0.1618 0.1252
O -0.0467 0.3121 -0.3038
O -0.171 0.1831 -0.1233
O -0.1837 -0.1081 0.0857
O 0.1157 -0.2051 -0.2463
O -0.1026 0.2096 0.0799
O -0.1235 -0.0875 -0.2163
O 0.0982 -0.0876 -0.0244
O -0.0032 0.3273 -0.0484
O -0.2108 -0.204 -0.3354
O -0.1138 -0.2563 -0.3709
O 0.0736 -0.3255 -0.2562
O 0.0686 -0.1447 -0.128
O -0.1439 0.1157 0.15
O 0.0748 0.0864 -0.2484
O -0.1066 0.0228 0.3709
O 0.0917 0.0382 -0.1879
O -0.2206 0.1392 -0.3048
O -0.1872 0.1604 -0.1123
O 0.2434 -0.0053 -0.2044
O 0.2656 -0.1326 -0.1422
O -0.1087 -0.0861 -0.0722
O 0.2715 -0.1487 0.0766
O -0.2341 0.0737 -0.2414
O -0.0784 -0.2499 -0.1768
O 0.0645 -0.1529 0.1101
O -0.0582 -0.2172 -0.2936
O -0.09 0.2344 -0.297
O 0.1611 -0.2549 -0.2381
O -0.1582 -0.0977 -0.1027
O -0.027 -0.3848 -0.1553
O -0.0472 -0.2194 -0.1529
O -0.1602 0.0447 0.0354
O 0.0291 -0.11 -0.0877
O 0.1287 -0.0582 0.2554
O 0.0163 -0.0459 -0.0191
O -0.102 -0.1588 -0.098
O 0.2266 0.0931 -0.1968
O -0.0822 -0.0217 0.0063
O 0.0147 -0.2362 0.0973
O 0.1637 0.1293 -0.0296
O 0.0343 0.0885 -0.0467
O 0.1102 -0.2375 0.2052
O -0.1975 0.2328 -0.1663
O 0.0451 0.2145 0.1242
O -0.201 0.0444 -0.1527
O -0.087 -0.1133 -0.1476
O 0.0689 0.0145 -0.0603
O -0.0717 0.0064 -0.0737
O 0.0247 -0.0739 -0.351
O 0.3344 0.0967 -0.4216
O -0.0393 -0.1685 -0.261
O -0.123 -0.1244 0.0298
O 0.0833 0.2771 0.0065
O 0.2435 0.0359 -0.1727
O -0.148 0.0174 0.2667
O 0.0441 0.1195 -0.1308
O 0.0745 0.0558 0.0285
O 0.1306 -0.2113 -0.001
O 0.0324 0.1661 0.2126
O 0.2221 -0.2653 0.2185
O 0.082 -0.0683 0.0053
O -0.0882 0.0633 -0.178
O 0.0804 0.2742 0.0208
O -0.102 -0.1733 0.0955
O -0.0933 -0.0787 0.1557
O 0.0637 -0.0721 0.2503
O 0.2461 -0.0555 0.0329
O 0.0116 0.0868 -0.0416
O -0.089 -0.0577 -0.1977
O 0.0812 -0.3441 -0.0331
O 0.0197 0.0287 -0.1369
O -0.0455 -0.2211 -0.0434
O 0.0523 0.0218 -0.1988
O -0.0748 0.0781 0.1594
O -0.2811 -0.1494 -0.417
O 0.0222 0.0675 0.022
O -0.0194 0.259 0.0802
O 0.0328 0.0837 0.1349
O -0.1597 0.2365 -0.1279
O 0.2332 0.088 0.1292
O 0.1774 -0.0259 0.0128
O 0.0977 -0.1163 0.2483
O 0.2419 0.0039 -0.0202
O 0.1526 0.0188 0.1018
O 0.2235 -0.0248 -0.1916
O 0.1202 -0.2733 -0.1657
O -0.1911 0.1466 0.3056
O -0.0238 0.1907 -0.0349
O 0.0973 -0.0582 0.1046
O 0.0737 -0.2182 -0.0987
O -0.0889 -0.0939 -0.107
O -0.3446 0.1477 -0.2876
O -0.0196 0.1882 -0.2919
O 0.27 -0.1822 0.2873
O 0.0435 0.1311 0.2279
O -0.0266 0.1729 -0.1316
O -0.0016 -0.2099 0.3336
O -0.1346 0.1742 0.1918
O -0.1645 -0.1294 0.115
O -0.2275 0.329 0.1667
O -0.0275 -0.2151 0.1156
O 0.129 -0.0032 -0.2951
O -0.1559 0.1311 0.119
O 0.0761 -0.1671 0.2572
O 0.2215 0.1388 -0.0433
O -0.0007 0.0009 -0.1544
O 0.0029 0.0271 0.2127
O -0.2283 0.0635 -0.1218
O -0.0383 0.056 0.0375
O 0.0016 -0.1915 -0.2255
O -0.065 -0.0084 -0.0321
O 0.3243 -0.0244 -0.0558
O -0.1866 -0.0511 -0.1485
O 0.0464 0.2227 0.1169
O -0.0094 -0.1179 0.2773
O -0.001 0.0483 -0.0118
O -0.015 0.1481 -0.0099
O -0.0725 0.08 -0.0062
O -0.1911 0.0461 -0.3136
O -0.1261 0.3122 -0.1167
O -0.0024 0.0683 0.1662
O -0.1757 0.0429 0.023
O 0.0285 0.1936 0.0782
O -0.0136 -0.1465 0.32
O 0.278 -0.0306 0.0107
O -0.3148 0.2009 0.5062
O 0.1555 -0.1393 -0.0286
O 0.153 -0.301 -0.0579
O 0.0044 -0.1904 0.3943
O -0.0019 -0.0226 0.0078
O 0.0348 0.143 0.4592
O 0.0556 -0.1209 -0.0069
O -0.0685 0.0154 0.0437
O 0.02 0.1396 0.1573
O 0.1925 -0.0119 0.2135
O -0.387 -0.2323 0.2021
O 0.1512 0.0716 -0.2949
O -0.1213 0.3464 0.2186
O -0.2535 -0.0086 0.349
O -0.1807 -0.1162 0.3328
O -0.0935 0.1705 0.1271
O 0.0518 0.1534 0.1224
O -0.0562 0.2926 0.2166
O -0.1177 0.2 0.2073
O 0.134 -0.1356 0.2844
O -0.2769 -0.098 0.1393
O 0.1788 0.0094 0.1709
O -0.1144 0.1083 0.2047
O 0.0209 -0.1414 0.1194
O 0.2173 0.2392 -0.0136
O -0.085 0.2136 0.0027
O -0.2475 0.0561 -0.1131
O 0.0668 -0.2689 0.1015
O 0.0272 -0.1515 0.0181
O -0.0671 0.2412 0.1027
O 0.2092 0.1462 0.1367
O 0.0134 -0.052 0.2379
O 0.0886 -0.1591 -0.0366
O 0.2707 0.0803 0.2188
O -0.1943 0.0275 -0.1327
O 0.0923 -0.1831 0.3593
O 0.0597 -0.0127 -0.1366
O -0.2461 -0.144 0.2057
O -0.0798 0.0476 -0.0031
O 0.2146 0.0889 0.1309
O 0.07 0.2308 -0.2578
O 0.2046 -0.115 0.2087
O 0.2869 0.0123 0.4262
O 0.0593 -0.1495 0.0232
O 0.1243 0.0754 -0.249
O 0.2175 -0.2807 0.1804
O 0.0571 0.1543 0.1893
O -0.0064 -0.2896 -0.3297
O 0.0607 0.0043 0.2934
O -0.0742 0.0528 0.0809
O 0.2782 -0.1422 0.1665
O 0.1463 0.2028 0.1064
O -0.0239 -0.1173 -0.0934
O 0.2083 -0.1814 -0.0483
O 0.0687 -0.0369 0.1645
O 0.137 0.0011 0.0048
O -0.1752 -0.0243 -0.0032
O 0.0257 -0.2102 0.0523
O 0.0232 0.0379 0.1953
O -0.0622 0.0793 0.2768
Si -0.0015 0.0306 0.0226
Si -0.0283 0.0328 0.006
Si 0.0178 -0.0161 -0.0361
Si -0.0079 -0.0171 -0.0422
Si -0.0047 -0.0597 -0.0657
Si -0.0218 -0.0867 -0.0474
Si -0.0096 0.0258 -0.0535
Si 0.0067 0.0548 -0.0938
Si 0.0292 0.0073 -0.1245
Si -0.0228 -0.0072 -0.0438
Si -0.0302 0.0137 -0.036
Si -0.0462 -0.0833 0.0095
Si -0.0706 -0.0109 -0.0092
Si -0.0407 -0.0461 -0.0733
Si -0.0023 0.0328 -0.0188
Si 0.0449 0.0245 0.0095
Si 0.0304 0.0451 -0.0556
Si -0.0142 0.0133 -0.0589
Si -0.0534 -0.0119 -0.0384
Si -0.0138 -0.0545 -0.0132
Si -0.0112 -0.0053 0.026
Si 0.0066 0.0269 0.0164
Si 0.0127 0.009 0.0091
Si 0.0096 -0.0021 -0.0115
Si 0.0317 0.0059 0.0021
Si 0.0423 0.02 -0.0244
Si -0.0319 0.0366 -0.001
Si 0.0451 0.0496 -0.0275
Si 0.0623 0.0225 -0.0484
Si -0.034 0.0185 -0.0324
Si -0.0309 -0.0126 -0.0084
Si 0.0617 -0.0119 0.0039
Si -0.0144 0.0246 -0.0512
Si -0.0754 0.0023 -0.0762
Si -0.0395 0.0177 -0.0345
Si -0.0154 -0.003 0.0285
Si 0.016 -0.0275 0.0119
Si -0.0277 -0.0004 0.0094
Si 0.0052 -0.011 -0.0059
Si -0.0141 -0.0405 -0.0102
Si 0.0172 -0.006 -0.0099
Si 0.0551 0.0122 0.0057
Si 0.0042 -0.0021 0.0107
Si 0.0875 -0.0465 0.0311
Si -0.0161 0.0315 -0.0048
Si 0.0235 0.0419 -0.0416
Si -0.0042 0.062 -0.011
Si 0.1045 -0.0912 -0.0309
Si -0.0141 0.0289 -0.0161
Si -0.0068 0.0234 -0.0283
Si -0.0244 -0.0183 0.0005
Si -0.009 -0.0563 0.0141
Si -0.0124 -0.0104 0.0347
Si 0.0279 -0.0092 0.0233
Si 0.0245 0.0151 -0.0189
Si -0.0106 0.028 -0.0275
Si 0.0182 0.006 0.0015
Si 0.0125 -0.0183 0.0042
Si -0.0172 0.0351 -0.033
Si -0.0202 0.0192 0.0111
Si -0.0141 -0.0147 -0.0038
Si -0.0299 0.0023 -0.0084
Si 0.0305 -0.0748 -0.0341
Si -0.0073 -0.0348 -0.0121
Si -0.0114 -0.0132 0.0203
Si -0.015 0.007 0.0148
Si -0.025 0.0157 -0.0132
Si 0.0048 -0.0313 -0.0009
Si 0.0568 -0.0409 0.0208
Si 0.0115 0.0303 0.0004
Si 0.0571 -0.0315 0.0066
Si 0.0399 -0.0268 -0.0097
Si 0.0117 -0.005 -0.0047
Si -0.0444 0.0278 -0.0007
Si 0.011 0.0151 0.0013
Si 0.0085 0.0074 -0.0007
Si -0.0214 -0.0053 -0.0024
Si 0.0021 0.0194 -0.0082
Si 0.0144 0.0387 -0.009
Si -0.0242 0.0051 -0.0066
Si -0.0027 -0.0019 0.0043
Si -0.0024 0.0197 -0.0133
Si -0.0581 -0.0406 0.0171
Si 0.0007 0.0103 0.0068
Si 0.0076 0.0067 -0.0092
Si -0.0232 -0.0532 -0.0122
Si 0.0047 -0.0157 -0.0091
Si -0.0001 -0.0017 -0.0078
Si -0.0147 -0.0178 0.0036
Si 0.0126 0.0058 -0.0006
Si -0.0446 0.0123 0.0143
Si -0.0166 -0.0021 0.0055
Si -0.0076 0.0059 0.0113
Si -0.0271 0.007 0.011
Si -0.0271 0.0047 0.0206
Si 0.0106 0.0156 -0.0008
Si 0.0224 -0.0161 -0.006
Si 0.0048 0.0255 -0.0085
Si -0.0178 0.0144 -0.0075
Si 0.0423 0.0268 0.0116
Si 0.0213 0.0205 0.0018
Si -0.0276 -0.0268 0.0033
Si -0.0244 -0.0127 0.0167
Si 0.0295 0.0279 -0.0041
Si -0.0186 0.0402 0.0017
Si -0.0532 0.0134 0.0102
Si 0.0163 0.0501 -0.0125
Si -0.0424 0.0058 0.0005
Si -0.0041 -0.0124 0.0054
Si 0.0057 -0.0198 0.0067
Si -0.0138 -0.03 -0.0011
Si -0.0245 -0.0018 0.0059
Si 0.0149 -0.0045 -0.0013
Si 0.0183 -0.0151 0.0032
Si 0.0136 -0.0152 -0.005
Si 0.0467 -0.0023 0.0029
Si 0.0098 0.0076 -0.0062
Si 0.0206 0.0152 0.0022
Si 0.0354 -0.0264 0.0028
Si 0.0208 0.0058 0.0061
Si -0.0092 -0.0186 0.0008
Si -0.0019 0.0082 0.0044
Si 0.0082 -0.0213 0.0049
Si 0.0065 -0.0279 0.0015
Si 0.002 0.0099 -0.0084
Si 0.0038 -0.021 0.003
Si 0.0254 -0.0006 -0.0014
Si 0.0144 0.0049 -0.0035
Si 0.0029 0.0162 -0.0053
Si 0.0211 -0.0123 0.0036
Si 0.0036 0.0059 0.0084
Si -0.0003 -0.0034 0.0006
Si -0.0161 -0.0048 0.0023
Si 0.0177 -0.0189 0.0063
Si 0.0301 -0.0308 -0.0005
Si -0.015 -0.0334 0.0098
Si -0.0272 -0.006 -0.0026
Si -0.0002 -0.0032 -0.0036
Si 0.0202 0.0099 -0.0046
Si -0.0173 -0.0054 -0.0039
Si 0.0249 -0.0088 0.0044
Si 0.0169 0.0029 -0.004
Si 0.0021 -0.0096 0.0029
Si 0.0222 0.0174 0.0059
Si -0.0099 0.0182 0.0023
Si -0.0179 -0.0045 -0.0001
Si 0.0117 0.0108 -0.0002
Si 0.013 -0.0004 0.0003
Si -0.0062 0.0009 -0.0045
Si -0.0187 -0.0001 -0.0047
Si -0.0001 0.0163 -0.0029
Si -0.0097 0.022 0.0028
Si -0.0094 0.0188 0.0023
Si -0.0099 0.0064 0.0021
Si -0.0213 0.0163 0.0018
Si -0.0265 0.0066 0.0027
Si -0.0115 0.0016 0.0001
Si -0.004 0.0015 -0.0058
Si 0.0025 0 -0.0042
Si -0.0085 0.0015 -0.0037
Si -0.0054 -0.0015 -0.0048
Si 0.0066 -0.003 0.0023
Si -0.0237 0.0002 0.0072
Si -0.0215 0.0081 0.0035
Si -0.0121 0.0088 0.0049
Si -0.0101 0.0163 0.0045
Si -0.0095 0.0098 0.0056
Si 0.0086 0.0186 0.003
Si 0.0046 -0.0027 -0.0003
Si 0.0014 -0.0055 -0.0048
Si 0.0071 -0.002 -0.0027
Si 0.0002 0.0051 0.0002
Si -0.0174 -0.0031 0.0014
Si -0.0004 0.0108 -0.001
Si 0.0053 0.0093 0.0045
Si -0.0144 0.003 0.002
Si -0.0181 0.016 0.0035
Si -0.0263 0.0141 0.0043
Si -0.0109 0.0127 0.0047
Si -0.0159 0.0052 0.0059
Si 0.0134 -0.0139 0.0041
Si 0.0052 -0.0101 0.0023
Si -0.0083 -0.0211 0.0029
Si 0 -0.0223 0.0046
Si 0.0088 -0.0034 -0.0005
Si 0.0288 -0.0009 0.0017
Si 0.0025 -0.0086 -0.0068
Si 0.0159 -0.0041 -0.006
Si 0.0118 0.0083 -0.0043
Si 0.0154 0.0066 -0.0029
Si 0.01 -0.0049 0.006
Si 0.0007 -0.0074 0.005
Si 0.0027 -0.0087 0.0046
Si 0.0028 -0.0243 0.004
Si 0.0086 -0.0232 0.0014
Si 0.0144 -0.0162 0.001
Si 0.0017 -0.0146 0.0011
Si 0.0007 -0.0023 -0.0017
Si 0.0183 0.006 0.0011
Si 0.0143 0.0059 0.001
Si 0.0097 0.0044 -0.0041
Si 0.0124 0.0079 -0.0064
Si 0.009 -0.0026 -0.001
Si 0.0044 -0.0032 0.0049
Si 0.0043 -0.001 0.0058
Si 0.0074 -0.021 0.0026
Si 0.0078 -0.0202 0.0033
Si -0.0016 -0.0216 0.0013
Si 0.0099 -0.0163 -0.005
Si -0.0051 -0.0113 -0.0019
Si 0.0018 0.0043 -0.0012
Si 0.0009 0.0077 -0.007
Si 0.0121 -0.0015 0.0004
Si 0.0149 -0.0075 0.0004
Si 0.0064 0.0092 -0.005
Si 0.009 -0.0151 -0.0053
Si -0.0085 0.0048 -0.0017
Si -0.0133 0.0057 0.0027
Si -0.0096 -0.0076 -0.0051
Si -0.0118 0.0047 -0.0018
Si -0.0017 0.0039 -0.0026
Si -0.0152 -0.0005 -0.0041
Si -0.0093 0.0122 0.0067
Si -0.0114 0.012 0.0012
Si -0.0093 0.0098 0.0017
Si -0.0089 0.0103 0.0087
Si -0.014 0.0219 0.0015
Si -0.0095 0.0124 -0.004
Si -0.0031 -0.0126 -0.0004
Si -0.0078 0.0123 -0.0057
Si -0.0086 0.0049 -0.0007
Si -0.0069 -0.0034 -0.0036
Si -0.0134 -0.0049 -0.0016
Si -0.002 -0.0032 0.0024
Si -0.0101 0.0188 0.0013
Si -0.0044 0.0029 0.0019
Si -0.0073 0.0151 0.0085
Si -0.0072 0.008 0.0008
Si -0.0071 0.0185 -0.0049
Si -0.0006 0.0109 0.0077
Si -0.008 0.0125 -0.0079
Si 0.0068 -0.0014 -0.0011
Si -0.0031 -0.0059 -0.0024
Si -0.0183 0.0002 -0.0052
Si -0.011 0.0022 0.0029
Si -0.0002 0.0019 -0.0043
Si 0.0076 0.0024 -0.0009
Si -0.0167 0.0127 0.0027
Si -0.0152 0.0157 -0.0001
Si -0.0046 0.015 -0.0011
Si 0.0008 0.009 0.0097
Si -0.0173 0.0214 0.0008
Si 0.0055 -0.021 -0.0001
Si -0.0037 0.001 0.0005
Si 0.0198 -0.0128 0.0019
Si 0.0189 -0.03 0.01
Si -0.0037 -0.0098 0.001
Si 0.0225 -0.002 0.0001
Si -0.0031 0.0081 -0.0097
Si 0.0157 0.0003 0
Si 0.0087 0.0029 -0.0002
Si 0.0078 0.0011 -0.0057
Si -0.001 -0.0148 -0.0014
Si 0.0039 -0.0071 0.0011
Si 0.0114 -0.0105 0.0085
Si 0.0133 -0.0153 0.0032
Si 0.0029 -0.0212 0.0066
Si 0.0081 -0.0177 -0.0005
Si 0.0112 -0.0014 -0.0036
Si 0.0152 -0.0164 0.0033
Si 0.0114 0.0032 -0.0053
Si 0.0022 0.0093 -0.0014
Si 0.0035 0.0067 -0.0054
Si 0.0154 0.0109 -0.0039
Si 0.0189 -0.0079 -0.0028
Si 0.005 -0.0113 -0.0047
Si 0.0181 -0.0383 -0.0001
Si -0.0007 -0.0108 0.0032
Si 0.011 -0.0133 -0.003
Si 0.0263 -0.0082 0.0029
Si 0.0145 -0.0081 -0.0018
Si -0.0169 -0.009 0.0035
Si -0.0045 0.0095 -0.0056
Si 0.0031 -0.0032 -0.0035
Si 0.0117 -0.0035 -0.0096
Si -0.0057 0.0016 -0.0077
Si 0.0062 -0.0013 0.0004
Si -0.0014 -0.0068 -0.0063
